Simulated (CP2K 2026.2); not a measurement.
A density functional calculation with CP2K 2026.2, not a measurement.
Periodic cell of 1879 atoms, Si1216O663, from a study of silicon, its oxide and their interface. The atomic structure is a simulated model.
Doubt: the forces sum to 4.51 eV/angstrom along one axis rather than to zero, so they err by at least 0.0024 eV/angstrom per atom on average; the grid cutoff is modest.

Settings
functional: PBE
method: Gaussian and plane waves
basis set: DZVP-MOLOPT-SR-GTH
pseudopotentials: GTH-PBE
grid cutoff: 300 Ry, relative cutoff 40 Ry
k points: Gamma only
occupations: fixed
spin: none
net charge: 0

Cell vectors (angstrom)
a	61.5484	0	0
b	0	15.3871	0
c	-5.187	-0.539	34.2514

Atoms and the computed forces on them: element, x, y, z (angstrom), force x, y, z (eV/angstrom)
Si	-3.193	0.697	-2.863	-0.063	-0.061	0.118
Si	-4.081	3.434	-3.035	-0.108	-0.058	0.058
Si	-1.495	-7.492	-5.193	-0.083	0.091	0.055
Si	-3.647	-7.594	-0.037	-0.232	0.28	0.752
Si	-0.329	0.066	-3.084	0.001	0.053	0.125
Si	0.672	2.819	-3.571	0.01	-0.006	0.069
Si	-5.577	5.021	-7.15	-0.077	0.024	-0.019
Si	-2.204	-5.069	-3.321	0.083	-0.11	-0.018
Si	4.544	0.4	-2.178	-0.427	-0.041	0.618
Si	3.626	3.272	-2.735	0.005	0.04	0.182
Si	3.099	-7.733	-2.821	0.068	0.108	0.085
Si	3.034	-4.581	-3.081	-0.045	0.031	0.264
Si	7.671	-0.108	-2.081	0.265	0.023	0.594
Si	8.402	2.42	-3.945	-0.038	-0.08	0.15
Si	12.122	5.464	-5.101	0.133	-0.037	-0.02
Si	8.139	-3.094	-2.884	-0.113	0.147	0.252
Si	1.001	0.116	-0.358	0.701	0.075	0.24
Si	-0.591	4.49	-1.378	-0.011	0.102	0.087
Si	0.285	-8.558	-3.053	0.043	-0.125	0.195
Si	-0.963	-6.663	-1.052	-0.121	-0.093	0.113
Si	3.37	0.062	-0.087	-0.063	-0.056	-0.098
Si	4.155	3.865	0.123	-0.218	-0.064	0.703
Si	4.203	-7.699	0.135	-0.229	0.028	0.773
Si	3.99	-3.899	-0.13	-0.189	0.09	0.744
Si	8.383	0.033	0.122	0.017	0.066	-0.043
Si	7.311	3.99	0.158	0.168	-0.139	0.732
Si	7.333	-7.618	0.199	0.155	0.006	0.783
Si	7.175	-3.764	0	0.121	0.051	0.776
Si	10.767	0.153	-0.114	-0.295	0.308	0.529
Si	11.865	3.896	-0.164	-0.242	-0.064	0.798
Si	9.363	-7.882	-2.277	-0.056	-0.035	0.068
Si	10.118	-5.241	-3.827	-0.153	-0.097	0.171
Si	0.097	2.344	1.587	-0.048	0.273	0.494
Si	0.073	4.821	1.46	-0.075	-0.113	0.647
Si	-0.035	-5.276	1.497	-0.064	-0.164	0.781
Si	0.035	-2.174	1.546	-0.016	0.177	0.715
Si	3.829	1.89	1.353	-0.003	0.081	-0.048
Si	3.86	5.769	1.434	0.015	0.019	-0.064
Si	3.784	-5.736	1.346	0.065	-0.01	-0.095
Si	3.75	-1.91	1.191	0.019	-0.043	-0.048
Si	7.77	1.977	1.309	-0.037	0.032	-0.023
Si	7.612	5.847	1.52	-0.003	0.016	-0.009
Si	7.601	-5.638	1.389	-0.046	-0.03	-0.051
Si	7.675	-1.871	1.334	-0.044	-0.06	0
Si	11.577	1.954	1.235	0.034	0.041	-0.096
Si	11.529	5.776	1.219	0.023	0.044	-0.095
Si	11.458	-5.381	1.488	0.023	-0.163	0.772
Si	11.485	-2.301	1.486	-0.01	0.242	0.725
Si	-1.939	1.861	2.664	0.027	0.017	0.045
Si	-1.902	5.643	2.586	0.063	0.059	0.037
Si	-1.986	-5.743	2.732	0.032	-0.024	-0.01
Si	-1.986	-1.997	2.714	-0.014	-0.027	-0.057
Si	2.012	1.953	2.851	-0.002	-0.041	0.05
Si	1.904	5.681	2.715	-0.046	0.024	-0.005
Si	1.9	-5.744	2.737	-0.026	-0.002	-0.002
Si	1.992	-1.952	2.783	-0.028	-0.002	-0.001
Si	5.8	1.892	2.667	0.007	0.005	0.021
Si	5.717	5.794	2.873	-0.016	0.007	0.036
Si	5.688	-5.706	2.754	-0.015	0.022	0.054
Si	5.689	-1.844	2.623	-0.035	-0.032	-0.008
Si	9.679	2.042	2.683	0.015	-0.058	-0.023
Si	9.646	5.808	2.68	-0.03	0.032	0.022
Si	9.519	-5.671	2.762	0.032	-0.005	0.004
Si	9.544	-1.978	2.771	-0.005	0.017	-0.022
Si	-1.963	-0.05	4.035	0.036	-0.009	-0.028
Si	-1.969	3.791	4.054	0.018	-0.006	-0.028
Si	-1.902	7.62	3.958	-0.009	0.003	-0.017
Si	-1.962	-3.864	4.143	0.012	-0.022	0.044
Si	1.943	-0.018	4.113	-0.025	-0.005	-0.028
Si	2	3.858	4.192	-0.038	-0.012	-0.005
Si	1.858	7.665	4.024	-0.009	0.016	-0.026
Si	1.963	-3.861	4.147	-0.039	-0.004	-0.007
Si	5.742	0.014	4.073	0.006	-0.008	0.007
Si	5.763	3.803	4.098	-0.006	0.033	-0.023
Si	5.718	7.757	4.137	-0.006	0.001	0.004
Si	5.715	-3.763	4.06	0.021	-0.007	-0.037
Si	9.622	0.045	4.013	0.019	0.007	-0.036
Si	9.639	3.907	4.087	0.007	0.043	-0.002
Si	9.608	-7.654	4.044	0.001	-0.01	-0.013
Si	9.544	-3.826	4.199	0.025	0.001	0.002
Si	-0.027	-0.03	5.405	0.018	0.004	0.052
Si	-0.016	3.824	5.41	-0.002	0.008	0.053
Si	-0.037	7.681	5.402	0.004	-0.02	0.046
Si	-0.005	-3.853	5.45	0.004	-0.01	0.022
Si	3.845	0.008	5.479	0.006	0.013	0.009
Si	3.891	3.84	5.53	0.021	-0.004	0.035
Si	3.773	7.703	5.44	-0.007	0.006	0.007
Si	3.854	-3.828	5.501	0.022	-0.004	0.018
Si	7.698	0.017	5.402	-0.008	-0.01	0.011
Si	7.697	3.858	5.428	-0.009	-0.012	0.043
Si	7.684	-7.671	5.434	0.001	0.006	0.002
Si	7.606	-3.812	5.483	-0.02	0.009	0.023
Si	-3.875	-0.019	5.401	-0.022	-0.016	0.004
Si	-3.844	3.842	5.457	-0.004	-0.01	0.043
Si	-3.837	-7.702	5.355	0.012	0.011	-0.013
Si	-3.885	-3.858	5.475	0.005	0.01	0.005
Si	-0.034	1.89	12.265	-0.019	-0.001	-0.007
Si	-0.06	5.784	12.256	0.001	-0.001	-0.013
Si	-0.062	-5.78	12.276	0	0.018	-0.015
Si	-0.071	-1.923	12.268	-0.006	-0.002	-0.025
Si	3.835	1.943	12.261	0.008	0.028	-0.012
Si	3.833	5.772	12.243	-0.009	-0.012	-0.03
Si	3.826	-5.776	12.244	0.022	0	-0.016
Si	3.821	-1.924	12.251	0.017	-0.003	-0.008
Si	7.66	1.945	12.216	-0.016	0.005	-0.025
Si	7.679	5.768	12.248	-0.005	-0.014	-0.009
Si	7.654	-5.798	12.226	0.01	0.017	-0.015
Si	7.664	-1.905	12.214	0.001	-0.016	-0.024
Si	-3.817	1.931	12.217	0.006	0.003	-0.016
Si	-3.846	5.792	12.213	-0.001	0.017	-0.036
Si	-3.855	-5.802	12.227	0.008	0	-0.024
Si	-3.862	-1.901	12.223	0.024	-0.017	-0.018
Si	-1.946	1.853	13.652	0.004	0.001	0.041
Si	-1.979	5.821	13.646	0.015	0.001	0.033
Si	-1.987	-5.782	13.671	-0.028	-0.009	0.028
Si	-1.995	-1.956	13.66	-0.005	-0.009	-0.001
Si	1.9	1.924	13.609	0.017	-0.022	0.005
Si	1.888	5.761	13.57	-0.003	0.001	-0.028
Si	1.892	-5.801	13.585	-0.027	0.027	0.027
Si	1.874	-1.901	13.585	-0.03	0.016	0.019
Si	5.766	1.938	13.624	0.01	-0.01	0.031
Si	5.758	5.802	13.613	-0.01	0.008	0.057
Si	5.75	-5.794	13.615	-0.018	-0.029	0.008
Si	5.761	-1.908	13.599	-0.008	0.02	0.008
Si	9.623	1.995	13.491	-0.01	0.021	-0.009
Si	9.629	5.761	13.573	0.008	-0.003	-0.008
Si	9.588	-5.824	13.545	0.007	0.014	0.016
Si	9.589	-1.88	13.548	-0.005	-0.017	0.009
Si	-1.963	-0.081	15.078	-0.009	0.053	-0.002
Si	-1.953	3.839	14.907	-0.028	-0.014	-0.05
Si	-1.971	-7.664	15.104	-0.011	0.011	0.043
Si	-2.116	-3.866	15.057	-0.013	0.017	-0.022
Si	1.946	0.007	14.982	0.017	-0.005	-0.017
Si	1.852	3.862	14.94	-0.032	0.017	-0.005
Si	1.908	-7.733	14.947	0.044	-0.007	-0.021
Si	1.789	-3.85	14.881	-0.008	-0.022	-0.023
Si	5.741	0.003	14.993	-0.018	0.045	-0.026
Si	5.798	3.884	14.958	0.022	-0.029	0.036
Si	5.728	-7.691	15.038	-0.03	0.01	-0.04
Si	5.782	-3.848	14.919	0.017	-0.036	-0.028
Si	9.585	0.116	14.827	-0.012	-0.051	-0.009
Si	9.671	3.845	14.926	0.029	-0.01	-0.006
Si	9.561	-7.735	14.938	0	0.027	0.019
Si	9.576	-3.864	14.805	-0.023	0.005	-0.034
Si	0.049	-0.033	16.353	-0.034	-0.026	0.007
Si	-0.097	3.891	16.299	-0.01	0.012	0.014
Si	0.073	-7.741	16.391	-0.037	0.029	0.047
Si	-0.13	-3.92	16.279	0.009	0.014	0.071
Si	3.843	-0.008	16.425	0.045	-0.04	0.023
Si	3.805	3.837	16.218	0.01	0.013	-0.013
Si	3.773	-7.757	16.393	0.024	-0.001	0.043
Si	3.769	-3.825	16.103	-0.055	0.021	0.033
Si	7.719	0.106	16.249	0.005	-0.053	-0.02
Si	7.783	3.942	16.288	-0.039	0.066	0.064
Si	7.674	-7.67	16.381	0.028	0.008	0.019
Si	7.739	-3.852	16.246	0.002	0.017	0.028
Si	-3.96	-0.062	16.406	0.033	-0.01	0.055
Si	-3.772	3.826	16.356	0.043	-0.034	0.041
Si	-4.031	-7.644	16.351	0.012	0.017	0.06
Si	-4.113	-3.823	16.414	0.028	-0.012	0.069
Si	-0.083	1.963	17.623	-0.013	-0.061	0.021
Si	0.025	5.727	17.816	0.018	-0.082	-0.036
Si	0.115	-5.784	17.71	0.056	0.022	-0.073
Si	0.196	-2.04	17.616	0.509	0.058	-0.403
Si	3.795	2.008	17.685	-0.033	-0.02	0.045
Si	3.794	5.634	17.717	-0.005	0.015	0.084
Si	3.806	-5.682	17.501	-0.591	-0.149	-0.213
Si	3.935	-2.054	17.642	-0.484	0.176	-0.253
Si	7.639	2.049	17.631	0.039	0	0.028
Si	7.629	5.807	17.784	-0.403	-0.075	-0.378
Si	8.291	-5.727	17.607	0.263	-0.02	-0.464
Si	8.336	-1.876	17.365	0.04	-0.014	-0.013
Si	-3.874	1.856	17.743	0.039	0.034	0.005
Si	-3.731	5.819	17.64	-0.041	-0.055	-0.042
Si	-4.811	-5.756	17.608	-0.064	-0.038	-0.043
Si	-4.694	-1.913	17.766	0.003	0.003	-0.024
Si	-1.935	1.726	19.102	0.001	0.06	-0.779
Si	-1.897	6.447	18.995	0.083	0.029	-0.051
Si	-1.256	-6.655	19.42	0.069	-0.288	-0.664
Si	-1.321	-1.248	20.104	0.079	0.052	-0.099
Si	1.804	2.472	18.88	0.168	0.312	-0.472
Si	2.602	-9.261	21.84	-0.041	-0.12	-0.195
Si	2.045	-5.119	18.932	0.01	0.396	-0.549
Si	2.074	-2.657	18.946	-0.022	-0.173	-0.083
Si	5.712	2.691	18.889	-0.04	-0.018	0.001
Si	5.723	5.138	19.013	0.007	0.05	-0.057
Si	6.057	-5.808	19.526	0.257	0.048	-0.014
Si	6.799	-1.696	19.054	0.352	-0.064	-0.388
Si	-5.835	2.23	18.986	-0.031	-0.183	-0.739
Si	-5.254	5.331	19.324	0.426	0.163	-0.531
Si	-4.055	-5.43	19.777	-0.246	-0.066	-0.719
Si	-4.128	-2.317	20.092	-0.046	0.166	-0.737
Si	5.927	-3.298	21.297	0.001	-0.053	-0.147
Si	-6.145	-8.82	23.969	-0.013	0.025	0.045
Si	6.554	-4.645	23.94	-0.052	-0.059	-0.077
Si	1.92	4.923	18.996	-0.007	-0.194	-0.714
Si	1.523	-1.967	21.119	-0.013	-0.066	-0.654
Si	-6.929	3.646	23.72	-0.103	-0.161	-0.019
Si	5.94	0.985	20.426	-0.137	0.418	-0.435
Si	1.33	-4.167	23.311	0.053	-0.008	-0.039
Si	6.228	3.027	-8.337	0.046	-0.071	-0.126
Si	1.099	-6.564	21.494	0.087	0.098	-0.26
Si	-1.606	3.402	21.7	0.063	-0.081	-0.077
Si	1.049	2.173	21.786	-0.106	-0.046	-0.097
Si	8.94	-3.665	-8.827	0.036	-0.033	-0.06
Si	8.56	1.354	21.823	0.09	-0.045	-0.257
Si	-2.915	-9.341	21.08	0.164	0.034	-0.605
Si	-6.317	-3.221	24.733	0.043	0.007	-0.106
Si	9.233	-0.927	-7.299	0.053	0.026	0.014
Si	0.156	-8.371	-7.381	-0.168	0.017	0.019
Si	-1.04	-3.624	25.078	-0.045	0.012	-0.061
Si	7.165	-7.381	-7.67	0.158	-0.034	0.133
Si	2.097	-6.126	-7.09	0.042	0.086	-0.123
Si	-3.69	-4.963	24.564	-0.015	-0.029	-0.027
Si	6.618	-7.717	23.408	0.096	0.022	-0.118
Si	11.775	-0.877	-5.595	-0.035	0.066	0.079
Si	-4.259	-7.014	22.255	0.131	-0.021	-0.045
Si	5.474	-0.117	24.72	-0.059	-0.016	-0.08
Si	-0.42	4.227	-6.105	-0.062	-0.051	0.019
Si	6.745	5.248	-6.529	0.044	-0.049	0.08
Si	-1.226	-2.507	-4.596	-0.064	0.149	0.072
Si	2.889	3.684	23.642	-0.16	-0.022	-0.019
Si	1.336	-3.697	-5.493	0.175	0.15	0.123
Si	-3.314	-0.149	24.798	0.038	0.054	-0.018
Si	4.968	-5.337	-7.147	-0.015	0.097	0.21
Si	9.675	-7.694	-8.806	0.051	0.06	0.07
Si	5.637	2.993	24.723	0.002	0.005	0.04
Si	13.223	-0.24	-8.128	-0.06	-0.023	0.022
Si	5.556	-3.568	-4.67	-0.053	0.113	0.044
Si	4.107	-0.898	21.968	0.088	0.002	-0.049
Si	7.76	5.026	-2.615	0.054	0.011	0.081
Si	-0.292	2.311	-8.499	0.031	-0.009	0.001
Si	5.571	6.702	20.801	0.136	-0.438	-0.487
Si	-5.348	-1.176	22.682	0.084	0.008	-0.183
Si	4.585	-0.565	-5.017	0.074	0.012	0.152
Si	2.822	-1.402	-7.198	-0.097	-0.031	0.043
Si	5.238	5.723	-3.771	-0.069	-0.084	0.116
Si	7.064	0.898	-6.268	-0.102	0.041	-0.01
Si	-0.957	1.456	23.756	0.072	-0.018	-0.16
Si	9.336	-5.873	-6.74	-0.03	-0.023	0.015
Si	12.055	0.685	-2.892	-0.059	-0.037	0.111
Si	11.218	3.447	-3.032	-0.119	-0.046	0.085
Si	13.845	-7.539	-4.998	-0.023	0.119	0.109
Si	11.755	7.524	-0.348	-0.056	-0.384	0.575
Si	14.948	0.101	-3.092	-0.002	0.048	0.099
Si	16.034	2.892	-3.416	-0.002	0.004	0.132
Si	9.773	5.007	-7.158	-0.076	0.006	-0.012
Si	13.2	-5.032	-3.207	0.056	-0.079	-0.015
Si	20.229	0.522	-2.539	-0.061	0.144	0.169
Si	19.036	3.337	-2.787	-0.015	0.003	0.138
Si	18.641	-7.582	-2.859	0.049	0.069	0.179
Si	18.506	-4.399	-3.029	-0.047	-0.014	0.255
Si	23.322	-0.055	-2.23	0.14	0.008	0.64
Si	23.999	2.461	-4.017	-0.066	-0.107	0.16
Si	27.635	5.531	-5.134	0.119	-0.049	-0.053
Si	23.633	-3.074	-2.906	-0.12	0.112	0.283
Si	15.881	0.048	-0.294	-0.174	0.093	0.055
Si	14.939	4.48	-1.027	0.197	0.045	0.643
Si	15.817	-8.463	-2.903	0.059	0.012	0.115
Si	14.422	-6.664	-1.066	-0.119	-0.064	0.063
Si	18.985	0.005	0.331	0.438	-0.021	0.685
Si	19.618	3.844	0.119	-0.232	0.015	0.747
Si	19.627	-7.688	0.116	-0.233	-0.01	0.77
Si	19.452	-3.887	-0.072	-0.188	0.058	0.732
Si	23.785	0.056	0.062	0.061	0.046	-0.054
Si	22.752	3.981	0.18	0.141	-0.131	0.75
Si	22.755	-7.615	0.186	0.142	0.008	0.787
Si	22.629	-3.754	-0.014	0.126	0.043	0.761
Si	26.199	0.173	-0.137	-0.348	0.301	0.523
Si	27.262	3.904	-0.182	-0.229	-0.056	0.759
Si	24.804	-7.918	-2.272	-0.061	-0.047	0.088
Si	25.572	-5.305	-3.836	-0.148	-0.09	0.131
Si	15.367	2.336	1.61	0.082	0.276	0.423
Si	15.418	4.766	1.292	-0.053	-0.039	0.04
Si	15.307	-5.339	1.56	0.021	-0.093	0.757
Si	15.301	-2.259	1.556	0.11	0.193	0.646
Si	19.317	1.976	1.501	0.002	-0.006	-0.043
Si	19.289	5.764	1.396	-0.007	0.034	-0.07
Si	19.198	-5.747	1.354	0.046	-0.011	-0.105
Si	19.253	-2.027	1.398	-0.003	0.031	-0.057
Si	23.206	1.973	1.322	-0.048	0.066	-0.03
Si	23.019	5.856	1.521	0	0.006	0.004
Si	23.031	-5.634	1.378	-0.051	-0.032	-0.043
Si	23.12	-1.857	1.313	-0.044	-0.061	0
Si	26.988	1.963	1.222	0.024	0.047	-0.061
Si	26.942	5.776	1.233	0.017	0.016	-0.061
Si	26.871	-5.364	1.482	0.039	-0.154	0.776
Si	26.918	-2.282	1.462	0.007	0.232	0.743
Si	13.391	1.888	2.769	0.033	-0.008	0.054
Si	13.499	5.621	2.544	0.015	0.05	0.048
Si	13.382	-5.727	2.82	-0.02	0	-0.013
Si	13.383	-2.005	2.849	-0.022	-0.018	-0.039
Si	17.356	1.943	2.809	0.007	-0.063	0.003
Si	17.269	5.633	2.586	0.002	0.039	0.026
Si	17.291	-5.761	2.734	-0.02	0.003	-0.002
Si	17.32	-1.986	2.756	-0.009	0.046	-0.027
Si	21.281	1.93	2.757	0.019	-0.022	0.008
Si	21.125	5.798	2.873	-0.007	0.016	0.023
Si	21.115	-5.706	2.751	-0.008	0.016	0.057
Si	21.199	-1.886	2.723	-0.015	-0.003	-0.009
Si	25.11	2.041	2.693	0.023	-0.051	-0.027
Si	25.053	5.813	2.682	-0.033	0.035	0.015
Si	24.939	-5.663	2.763	0.031	-0.009	-0.003
Si	24.984	-1.959	2.762	-0.009	0.002	-0.033
Si	13.427	-0.034	4.111	0.051	-0.005	0.017
Si	13.384	3.833	4.093	0.022	0.017	-0.035
Si	13.477	-7.789	3.964	0.022	-0.001	-0.056
Si	13.397	-3.874	4.248	0.028	-0.002	0.049
Si	17.319	-0.033	4.08	-0.034	-0.02	0.015
Si	17.346	3.854	4.138	-0.034	0.027	-0.025
Si	17.239	7.616	3.966	-0.011	0.005	-0.043
Si	17.322	-3.872	4.149	-0.038	-0.026	-0.01
Si	21.181	0.015	4.11	-0.029	-0.007	-0.005
Si	21.197	3.837	4.145	-0.006	0.039	-0.023
Si	21.127	7.759	4.134	-0.009	0.002	0.002
Si	21.167	-3.799	4.115	0.017	-0.014	-0.038
Si	25.044	0.05	4.02	0.026	0.007	-0.024
Si	25.053	3.913	4.089	0.016	0.035	-0.012
Si	25.022	-7.646	4.044	0.005	-0.014	-0.012
Si	24.963	-3.812	4.191	0.022	0.003	0.005
Si	15.383	-0.02	5.434	0.013	-0.004	0.043
Si	15.363	3.842	5.415	-0.013	0.005	0.013
Si	15.362	7.662	5.386	0.006	0.011	0.041
Si	15.386	-3.868	5.497	-0.017	-0.001	0.005
Si	19.235	0.001	5.453	-0.023	0.022	0.009
Si	19.255	3.844	5.488	0.028	-0.034	0.03
Si	19.158	7.687	5.405	-0.006	-0.003	0.001
Si	19.242	-3.832	5.483	0.016	0.007	0.01
Si	23.13	0.023	5.427	0.003	-0.002	0.011
Si	23.129	3.879	5.458	0.002	-0.009	0.056
Si	23.096	-7.668	5.434	-0.001	0.003	0.002
Si	23.051	-3.826	5.516	-0.013	0.009	0.031
Si	11.502	0	5.452	-0.011	-0.017	0
Si	11.516	3.872	5.487	-0.005	-0.033	0.049
Si	11.553	-7.709	5.381	0.009	-0.01	-0.013
Si	11.47	-3.849	5.548	0.008	-0.004	0.014
Si	15.389	1.893	12.246	-0.011	0.002	-0.012
Si	15.361	5.786	12.289	-0.009	-0.016	-0.012
Si	15.364	-5.79	12.284	-0.005	0.004	-0.025
Si	15.367	-1.938	12.286	-0.006	-0.007	-0.024
Si	19.246	1.935	12.253	0.007	0.024	-0.009
Si	19.23	5.771	12.244	-0.005	-0.009	-0.021
Si	19.244	-5.772	12.231	0.016	0.008	-0.015
Si	19.224	-1.91	12.239	0.009	-0.005	-0.023
Si	23.07	1.952	12.202	-0.017	0.007	-0.025
Si	23.084	5.771	12.234	-0.001	-0.013	-0.011
Si	23.069	-5.796	12.202	0.006	0.024	-0.017
Si	23.072	-1.894	12.192	-0.011	-0.011	-0.028
Si	11.574	1.928	12.204	0.003	0	-0.025
Si	11.551	5.792	12.233	0.008	0.007	-0.044
Si	11.538	-5.803	12.24	0.012	0.006	-0.036
Si	11.535	-1.91	12.231	0.011	-0.014	-0.021
Si	13.473	1.858	13.608	0.001	-0.007	0.037
Si	13.426	5.812	13.666	0.014	0.036	0.019
Si	13.429	-5.801	13.659	0	-0.004	0.035
Si	13.425	-1.958	13.644	-0.012	-0.001	-0.006
Si	17.315	1.897	13.604	0.014	-0.029	0.008
Si	17.311	5.774	13.614	-0.001	-0.002	-0.018
Si	17.327	-5.795	13.592	-0.028	0.032	0.02
Si	17.313	-1.917	13.628	-0.014	0.019	0.019
Si	21.177	1.944	13.614	0.009	-0.012	0.034
Si	21.158	5.794	13.599	-0.019	-0.001	0.047
Si	21.168	-5.794	13.594	-0.017	-0.029	0.019
Si	21.163	-1.884	13.572	0.003	0.022	-0.008
Si	25.034	2.004	13.475	-0.005	0.022	-0.009
Si	25.042	5.766	13.55	0.003	-0.008	-0.007
Si	25.008	-5.82	13.513	0.014	0.013	0.023
Si	25.007	-1.856	13.511	-0.002	-0.018	0.001
Si	13.474	-0.058	15.028	0.011	0.029	-0.02
Si	13.432	3.81	14.902	-0.035	0.005	-0.033
Si	13.445	-7.667	15.119	-0.026	-0.026	0.014
Si	13.344	-3.881	15.023	-0.009	0.005	-0.035
Si	17.338	0.001	15.026	0.015	-0.004	-0.011
Si	17.273	3.827	14.928	-0.024	0.015	-0.007
Si	17.372	-7.695	14.986	0.016	-0.024	-0.032
Si	17.283	-3.874	14.935	-0.009	-0.011	-0.037
Si	21.146	0.015	14.986	-0.019	0.044	-0.021
Si	21.197	3.884	14.958	0.023	-0.023	0.044
Si	21.133	-7.699	15.012	-0.018	0.024	-0.038
Si	21.197	-3.827	14.871	0.013	-0.013	-0.027
Si	24.997	0.126	14.809	-0.019	-0.048	-0.012
Si	25.085	3.855	14.909	0.027	-0.006	-0.007
Si	24.984	-7.728	14.908	-0.004	0.027	0.021
Si	25.016	-3.844	14.745	-0.021	0.026	-0.035
Si	15.424	-0.033	16.41	-0.033	-0.015	0.017
Si	15.316	3.838	16.255	0.006	-0.007	0.018
Si	15.507	-7.68	16.383	-0.015	0.018	0.027
Si	15.325	-3.88	16.272	0.025	0.005	0.061
Si	19.257	0.011	16.441	0.048	-0.011	0.011
Si	19.206	3.823	16.239	-0.008	-0.002	-0.009
Si	19.244	-7.717	16.451	0.007	-0.008	0.042
Si	19.277	-3.868	16.183	0.012	0.035	0.062
Si	23.131	0.116	16.23	0.014	-0.062	-0.025
Si	23.196	3.957	16.266	-0.045	0.059	0.053
Si	23.085	-7.679	16.323	0.042	-0.009	0.01
Si	23.167	-3.8	16.144	0.021	0.004	0.017
Si	11.444	-0.017	16.241	0.01	-0.048	0.027
Si	11.578	3.7	16.321	0.039	-0.031	0.024
Si	11.4	-7.69	16.397	0.058	0.018	0.005
Si	11.346	-3.908	16.334	0.031	-0.012	0.079
Si	15.28	1.968	17.681	-0.015	-0.06	0.011
Si	15.522	5.708	17.665	0.072	0.001	0.014
Si	15.622	-5.704	17.708	0.027	-0.05	0.04
Si	15.589	-2.045	17.686	0.443	0.12	-0.389
Si	19.193	2.008	17.744	-0.025	-0.01	0.037
Si	19.218	5.634	17.724	-0.024	0.035	0.061
Si	19.435	-5.684	17.664	0.046	-0.076	0.07
Si	19.359	-2.039	17.638	-0.465	0.171	-0.24
Si	23.056	2.062	17.601	0.042	-0.002	0.034
Si	23.055	5.822	17.76	-0.399	-0.082	-0.398
Si	23.596	-5.688	17.483	0.27	-0.018	-0.398
Si	23.759	-1.867	17.338	0.034	0.002	-0.009
Si	11.497	1.765	17.764	0.022	0.009	0.042
Si	11.602	5.66	17.578	-0.022	0.025	0.051
Si	10.721	-5.773	17.677	-0.041	-0.027	-0.04
Si	10.751	-1.909	17.439	-0.287	-0.11	-0.63
Si	13.415	1.641	19.178	0.022	0.1	-0.746
Si	13.542	6.199	18.746	0.051	-0.416	-0.656
Si	14.224	-6.289	19.47	0.415	0.299	-0.532
Si	14.108	-1.332	20.212	0.011	0.015	-0.162
Si	17.171	2.479	18.935	0.202	0.257	-0.492
Si	17.979	-9.231	21.792	-0.037	-0.091	-0.204
Si	17.555	-5.075	18.92	-0.043	0.308	-0.498
Si	17.515	-2.625	18.972	0.006	-0.141	-0.136
Si	21.154	2.701	18.894	-0.05	-0.02	-0.005
Si	21.157	5.144	18.984	0.005	0.046	-0.032
Si	21.13	-5.756	19.305	-0.233	0.185	-0.615
Si	22.218	-1.712	19.023	0.422	-0.04	-0.341
Si	9.538	2.161	19.028	-0.031	-0.197	-0.733
Si	10.138	5.267	19.337	0.365	0.109	-0.532
Si	11.453	-5.365	19.883	-0.146	-0.128	-0.588
Si	11.391	-2.36	20.438	0.139	-0.141	-0.079
Si	21.256	-3.289	21.2	0.014	-0.158	-0.153
Si	9.251	-8.8	24.104	0.019	0.053	0.016
Si	21.923	-4.66	23.87	-0.045	-0.031	-0.08
Si	17.33	4.92	18.986	0.038	-0.149	-0.702
Si	16.987	-1.938	21.158	-0.018	-0.132	-0.585
Si	8.597	3.615	23.882	-0.126	-0.143	-0.054
Si	21.383	0.976	20.412	-0.076	0.476	-0.43
Si	16.777	-4.13	23.363	0.074	-0.028	-0.067
Si	21.676	3.081	-8.337	-0.009	-0.052	-0.141
Si	16.538	-6.494	21.494	0.066	0.109	-0.334
Si	13.595	3.219	21.876	0.106	0.041	-0.168
Si	16.346	2.197	21.881	-0.14	0.006	-0.102
Si	24.392	-3.652	-8.779	0.029	-0.028	-0.065
Si	24.01	1.368	21.776	0.077	-0.065	-0.243
Si	12.327	-9.595	21.422	-0.064	0.042	-0.21
Si	9.109	-3.267	24.925	0.038	-0.008	-0.099
Si	24.718	-0.883	-7.284	0.077	0.004	-0.034
Si	15.565	-8.351	-7.227	-0.156	-0.039	0.019
Si	14.373	-3.689	25.104	-0.038	-0.043	-0.078
Si	22.618	-7.384	-7.625	0.168	-0.028	0.105
Si	17.523	-6.138	-6.953	0.023	0.066	-0.111
Si	11.721	-5.029	24.678	-0.055	-0.028	-0.052
Si	21.993	-7.728	23.345	0.082	0.009	-0.114
Si	27.262	-0.793	-5.582	-0.028	0.079	0.063
Si	11.153	-7.095	22.37	0.111	-0.041	-0.081
Si	20.913	-0.074	24.7	-0.062	-0.005	-0.091
Si	14.916	4.278	-5.943	-0.036	-0.04	0.046
Si	22.228	5.243	-6.49	0.043	-0.047	0.08
Si	14.134	-2.489	-4.589	-0.059	0.125	0.118
Si	18.277	3.754	23.634	-0.114	-0.037	-0.044
Si	16.729	-3.683	-5.399	0.132	0.151	0.133
Si	12.084	-0.123	24.977	0.065	0.049	-0.031
Si	20.397	-5.342	-7.06	-0.033	0.127	0.165
Si	25.085	-7.679	-8.838	0.059	0.074	0.047
Si	21.057	3.038	24.699	-0.005	0.016	0.033
Si	28.66	-0.235	-8.175	-0.064	-0.026	0.034
Si	21.013	-3.41	-4.699	-0.062	0.053	0.051
Si	19.53	-0.825	21.954	0.125	-0.007	-0.033
Si	23.217	4.977	-2.591	0.031	0.027	0.074
Si	15.154	2.294	-8.26	-0.006	-0.019	0.015
Si	20.942	6.735	20.72	0.154	-0.422	-0.49
Si	9.994	-1.135	22.871	0.054	0.018	-0.05
Si	20.078	-0.477	-5.232	0.104	-0.024	0.086
Si	18.202	-1.452	-7.19	-0.137	-0.079	0.058
Si	20.7	-9.61	-3.749	-0.067	-0.084	0.093
Si	22.577	0.969	-6.358	-0.049	0.036	-0.007
Si	14.453	1.346	23.895	0.122	-0.028	-0.145
Si	24.822	-5.886	-6.744	-0.032	-0.017	-0.004
Si	27.603	0.776	-2.866	-0.046	-0.046	0.099
Si	26.717	3.552	-3.082	-0.111	-0.073	0.113
Si	29.345	-7.399	-5.161	-0.072	0.091	0.063
Si	27.163	7.531	-0.313	-0.071	-0.356	0.556
Si	30.485	0.139	-3.088	-0.002	0.062	0.106
Si	31.498	2.878	-3.58	0.001	0.001	0.058
Si	25.245	5.05	-7.15	-0.057	-0.004	0.007
Si	28.63	-5.034	-3.243	0.067	-0.086	-0.048
Si	-26.195	0.439	-2.138	-0.422	-0.057	0.616
Si	-27.103	3.318	-2.701	-0.024	0.043	0.169
Si	-27.589	-7.725	-2.811	0.067	0.096	0.08
Si	-27.714	-4.567	-3.037	-0.013	0.011	0.276
Si	-23.066	-0.084	-2.073	0.266	0.033	0.575
Si	-22.296	2.452	-3.916	-0.02	-0.09	0.168
Si	-18.601	5.533	-5.102	0.151	-0.037	-0.005
Si	-22.607	-3.083	-2.837	-0.116	0.17	0.235
Si	31.805	0.122	-0.354	0.688	0.07	0.235
Si	30.224	4.515	-1.385	-0.04	0.071	0.079
Si	31.153	-8.528	-3.047	0.049	-0.12	0.177
Si	29.868	-6.72	-1.056	-0.125	-0.069	0.059
Si	-27.375	0.073	-0.064	-0.067	-0.058	-0.1
Si	-26.582	3.882	0.149	-0.211	-0.071	0.691
Si	-26.504	-7.696	0.145	-0.217	0.041	0.754
Si	-26.736	-3.893	-0.095	-0.179	0.091	0.739
Si	-22.349	0.048	0.12	0.026	0.064	-0.039
Si	-23.433	4.004	0.206	0.144	-0.154	0.713
Si	-23.382	-7.626	0.251	0.109	0.036	0.725
Si	-23.558	-3.754	0.038	0.108	0.042	0.761
Si	-19.968	0.163	-0.153	-0.31	0.32	0.504
Si	-18.916	3.908	-0.154	-0.268	-0.067	0.78
Si	-21.287	-7.879	-2.19	-0.029	-0.04	0.066
Si	-20.606	-5.217	-3.706	-0.131	-0.093	0.147
Si	30.901	2.354	1.601	-0.045	0.283	0.48
Si	30.879	4.832	1.467	-0.081	-0.112	0.656
Si	30.747	-5.289	1.528	-0.006	-0.079	0.762
Si	30.851	-2.192	1.524	-0.02	0.167	0.699
Si	-26.914	1.902	1.37	-0.001	0.078	-0.045
Si	-26.873	5.784	1.457	0.014	0.018	-0.063
Si	-26.949	-5.738	1.36	0.056	-0.011	-0.092
Si	-26.982	-1.899	1.208	0.027	-0.038	-0.044
Si	-22.97	1.978	1.323	-0.038	0.034	-0.021
Si	-23.143	5.847	1.577	-0.005	0.018	0.004
Si	-23.143	-5.633	1.418	-0.056	-0.021	-0.049
Si	-23.054	-1.852	1.346	-0.042	-0.064	0.005
Si	-19.18	1.951	1.218	0.026	0.05	-0.081
Si	-19.226	5.78	1.241	0.012	0.037	-0.087
Si	-19.331	-5.364	1.499	0.066	-0.155	0.777
Si	-19.25	-2.286	1.457	-0.004	0.247	0.735
Si	28.865	1.891	2.679	0.018	0.003	0.047
Si	28.904	5.671	2.585	0.044	0.063	-0.013
Si	28.815	-5.692	2.784	-0.019	-0.018	-0.025
Si	28.861	-1.946	2.748	-0.025	-0.039	-0.04
Si	-28.733	1.963	2.863	0.003	-0.041	0.053
Si	-28.84	5.692	2.722	-0.035	0.018	-0.005
Si	-28.845	-5.743	2.74	-0.023	-0.004	-0.006
Si	-28.753	-1.955	2.781	-0.021	0.003	0.001
Si	-24.942	1.893	2.679	0.01	0.003	0.019
Si	-25.037	5.796	2.913	-0.016	0.006	0.042
Si	-25.056	-5.707	2.774	-0.01	0.028	0.05
Si	-25.042	-1.833	2.634	-0.034	-0.036	-0.007
Si	-21.059	2.038	2.688	0.012	-0.061	-0.02
Si	-21.099	5.812	2.706	-0.017	0.022	0.026
Si	-21.239	-5.659	2.795	0.018	-0.001	0.015
Si	-21.179	-1.964	2.77	-0.005	0.009	-0.023
Si	28.858	-0.009	4.067	0.043	-0.003	-0.027
Si	28.831	3.822	4.06	0.014	0	-0.028
Si	28.891	-7.739	3.971	-0.012	0.005	-0.014
Si	28.842	-3.815	4.182	0.019	0.002	0.04
Si	-28.806	-0.017	4.113	-0.024	-0.005	-0.029
Si	-28.744	3.869	4.2	-0.037	-0.011	-0.006
Si	-28.89	7.671	4.033	-0.003	0.02	-0.019
Si	-28.781	-3.859	4.15	-0.041	-0.004	-0.01
Si	-25	0.017	4.085	0.005	-0.007	0.01
Si	-24.981	3.797	4.116	-0.009	0.035	-0.022
Si	-25.03	7.763	4.162	-0.007	0.004	0.004
Si	-25.024	-3.757	4.066	0.019	-0.007	-0.038
Si	-21.118	0.046	4.017	0.013	0.014	-0.033
Si	-21.097	3.901	4.095	0.006	0.042	-0.002
Si	-21.141	-7.649	4.06	0.004	-0.01	-0.015
Si	-21.196	-3.808	4.205	0.018	0.008	0.009
Si	-30.759	-0.01	5.429	0.016	0.001	0.052
Si	-30.761	3.841	5.417	-0.002	0.007	0.044
Si	-30.786	7.692	5.409	0.006	-0.006	0.036
Si	-30.741	-3.838	5.469	-0.006	-0.009	0.007
Si	-26.902	0.007	5.48	0.002	0.013	0.006
Si	-26.855	3.838	5.54	0.025	-0.006	0.039
Si	-26.977	7.706	5.453	-0.003	0.004	0.005
Si	-26.889	-3.825	5.5	0.016	-0.006	0.018
Si	-23.042	0.017	5.404	-0.006	-0.015	0.013
Si	-23.04	3.853	5.433	-0.005	-0.015	0.047
Si	-23.061	-7.672	5.448	0	0.009	0.003
Si	-23.133	-3.806	5.485	-0.023	0.01	0.021
Si	26.939	0.013	5.43	-0.021	-0.021	0.009
Si	26.954	3.869	5.462	-0.001	-0.025	0.045
Si	26.967	-7.687	5.38	0.023	0.011	-0.01
Si	26.915	-3.822	5.507	0.005	0.001	0.004
Si	-30.756	1.894	12.238	-0.01	0.006	-0.012
Si	-30.786	5.794	12.285	-0.01	-0.014	-0.01
Si	-30.762	-5.784	12.294	-0.008	0.012	-0.023
Si	-30.773	-1.946	12.286	-0.008	-0.012	-0.023
Si	-26.899	1.916	12.255	-0.008	0.027	-0.016
Si	-26.915	5.769	12.239	-0.014	-0.014	-0.02
Si	-26.881	-5.788	12.256	0.013	0.02	-0.009
Si	-26.911	-1.922	12.251	0.002	-0.007	-0.021
Si	-23.07	1.909	12.206	-0.009	0.003	-0.027
Si	-23.076	5.759	12.215	0.007	-0.018	-0.013
Si	-23.079	-5.799	12.209	0.01	0.028	-0.02
Si	-23.07	-1.915	12.204	-0.003	-0.019	-0.027
Si	26.993	1.937	12.202	0.005	0	-0.023
Si	26.971	5.799	12.226	0.02	0.01	-0.043
Si	26.967	-5.798	12.231	0.018	0.007	-0.033
Si	26.96	-1.895	12.218	0.01	-0.013	-0.017
Si	28.889	1.867	13.613	0.003	-0.008	0.035
Si	28.836	5.823	13.672	0.004	0.035	0.022
Si	28.85	-5.798	13.663	-0.007	-0.003	0.037
Si	28.839	-1.956	13.648	-0.016	-0.004	-0.006
Si	-28.836	1.894	13.595	0.017	-0.023	0.003
Si	-28.836	5.775	13.604	0.004	-0.006	-0.015
Si	-28.799	-5.793	13.611	-0.03	0.026	0.026
Si	-28.828	-1.934	13.624	-0.022	0.019	0.015
Si	-24.967	1.897	13.609	0.037	-0.024	0.025
Si	-24.992	5.778	13.594	-0.002	-0.008	0.041
Si	-24.955	-5.828	13.632	0.007	-0.025	0.025
Si	-24.974	-1.911	13.588	0.001	0.013	0.003
Si	-21.106	1.927	13.48	-0.008	0.035	-0.02
Si	-21.119	5.758	13.508	-0.002	-0.006	-0.006
Si	-21.149	-5.813	13.521	0.005	-0.017	0.016
Si	-21.135	-1.897	13.52	0.007	-0.007	0.027
Si	28.893	-0.054	15.028	0.013	0.029	-0.018
Si	28.852	3.823	14.906	-0.029	0.007	-0.034
Si	28.856	-7.658	15.132	-0.029	-0.025	0.009
Si	28.761	-3.88	15.027	-0.012	0.007	-0.038
Si	-28.821	-0.012	14.996	-0.001	-0.008	-0.018
Si	-28.886	3.828	14.913	-0.014	0.011	-0.017
Si	-28.76	-7.705	14.987	0.015	-0.019	-0.029
Si	-28.828	-3.871	14.962	-0.001	-0.013	-0.03
Si	-24.981	-0.019	15.009	-0.016	0.034	-0.026
Si	-24.971	3.846	14.919	0.007	0.008	-0.005
Si	-24.966	-7.748	15.055	-0.002	0.035	-0.039
Si	-24.932	-3.851	14.898	0.011	-0.003	-0.032
Si	-21.112	0.05	14.849	0.005	-0.035	-0.013
Si	-21.086	3.828	14.825	-0.006	0	-0.032
Si	-21.186	-7.738	14.872	-0.007	0.007	-0.01
Si	-21.125	-3.858	14.789	-0.011	0.012	-0.005
Si	30.842	-0.032	16.415	-0.036	-0.011	0.02
Si	30.73	3.855	16.272	0.01	-0.004	0.028
Si	30.928	-7.685	16.39	-0.023	0.011	0.02
Si	30.747	-3.878	16.273	0.024	-0.001	0.055
Si	-26.917	-0.028	16.399	0.036	-0.033	0.009
Si	-26.952	3.793	16.205	-0.003	-0.034	-0.001
Si	-26.883	-7.751	16.447	-0.013	-0.005	0.042
Si	-26.831	-3.879	16.238	0.004	0.04	0.065
Si	-22.975	0.04	16.25	0.002	-0.064	-0.003
Si	-22.97	3.896	16.182	0.012	-0.015	-0.016
Si	-23.002	-7.78	16.383	0	0.016	0.038
Si	-22.972	-3.844	16.187	0.008	-0.02	0.024
Si	26.857	-0.008	16.22	0.015	-0.045	0.025
Si	26.992	3.714	16.308	0.038	-0.031	0.019
Si	26.795	-7.671	16.4	0.067	0.028	0.022
Si	26.746	-3.901	16.316	0.027	-0.026	0.094
Si	30.703	1.976	17.685	-0.006	-0.069	0.02
Si	30.969	5.718	17.701	0.088	-0.013	0.026
Si	31.042	-5.706	17.699	0.031	-0.042	0.036
Si	31.014	-2.049	17.69	0.452	0.131	-0.389
Si	-26.985	1.954	17.681	-0.042	-0.022	0.043
Si	-26.871	5.594	17.697	0.014	0.063	0.103
Si	-26.715	-5.731	17.684	0.027	-0.07	0.071
Si	-26.771	-2.02	17.672	-0.487	0.082	-0.267
Si	-23.034	2.019	17.541	0.008	-0.03	0.041
Si	-22.895	5.646	17.786	0.042	0.053	0.088
Si	-22.556	-5.752	17.506	0.282	-0.034	-0.431
Si	-22.375	-1.922	17.415	0.053	0.011	-0.012
Si	26.922	1.773	17.74	0.022	0.012	0.037
Si	27.032	5.673	17.569	-0.02	0.033	0.04
Si	26.045	-5.748	17.659	-0.036	-0.042	-0.06
Si	26.168	-1.898	17.419	-0.284	-0.11	-0.633
Si	28.833	1.641	19.167	0.029	0.092	-0.738
Si	28.968	6.218	18.749	0.071	-0.403	-0.648
Si	29.604	-6.242	19.435	0.422	0.267	-0.542
Si	29.531	-1.327	20.212	0.017	0.02	-0.142
Si	32.598	2.487	18.942	0.198	0.267	-0.501
Si	-28.216	-9.154	21.886	0.023	-0.134	-0.194
Si	32.959	-5.104	18.945	-0.016	0.312	-0.498
Si	32.932	-2.649	18.987	0.011	-0.16	-0.151
Si	-24.988	2.544	18.752	-0.001	-0.033	0.002
Si	-24.895	4.944	18.836	-0.03	-0.157	-0.708
Si	-25.029	-5.823	19.325	-0.23	0.194	-0.577
Si	-23.871	-1.711	19.124	0.35	-0.058	-0.392
Si	24.961	2.171	18.984	-0.035	-0.193	-0.726
Si	25.561	5.272	19.317	0.374	0.104	-0.507
Si	26.829	-5.318	19.836	-0.193	-0.109	-0.578
Si	26.807	-2.336	20.422	0.114	-0.142	-0.067
Si	-24.943	-3.348	21.202	0.028	-0.149	-0.176
Si	24.654	-8.764	24	-0.013	0.052	0.016
Si	-24.257	-4.491	24.021	-0.087	-0.022	-0.081
Si	32.81	4.929	19.017	-0.013	-0.165	-0.734
Si	32.416	-1.919	21.16	-0.031	-0.162	-0.565
Si	23.988	3.654	23.763	-0.13	-0.123	-0.019
Si	-24.644	1.026	20.448	-0.158	0.394	-0.463
Si	32.186	-4.079	23.404	0.054	-0.002	-0.061
Si	-24.509	3.053	-8.302	0.042	-0.063	-0.131
Si	31.864	-6.458	21.523	0.117	0.116	-0.329
Si	29.008	3.214	21.86	0.111	0.037	-0.144
Si	31.772	2.209	21.878	-0.14	-0.009	-0.087
Si	-21.823	-3.623	-8.667	0.009	-0.03	-0.062
Si	-22.024	1.551	21.747	0	-0.045	-0.246
Si	27.736	-9.595	21.419	-0.069	0.037	-0.198
Si	24.485	-3.239	24.829	0.035	-0.003	-0.109
Si	-21.475	-0.862	-7.207	0.086	0.046	0.017
Si	30.978	-8.295	-7.361	-0.153	-0.029	0.012
Si	29.789	-3.642	25.125	-0.059	0.002	-0.018
Si	-23.59	-7.363	-7.522	0.173	-0.006	0.153
Si	-28.665	-6.084	-6.994	0.057	0.055	-0.1
Si	27.142	-4.966	24.62	-0.031	-0.022	-0.055
Si	-24.156	-7.565	23.616	0.031	-0.004	-0.039
Si	-18.838	-0.845	-5.615	-0.046	0.063	0.068
Si	26.579	-7.063	22.333	0.105	-0.029	-0.043
Si	-25.309	-0.088	24.702	-0.054	-0.021	-0.055
Si	30.372	4.3	-6.088	-0.031	-0.015	0.035
Si	-23.95	5.231	-6.474	0.027	-0.067	0.087
Si	29.549	-2.465	-4.535	-0.044	0.144	0.105
Si	-27.897	3.779	23.671	-0.143	-0.021	-0.02
Si	32.092	-3.717	-5.393	0.176	0.149	0.112
Si	27.541	-0.159	24.985	0.072	0.064	-0.008
Si	-25.791	-5.293	-7.072	-0.037	0.156	0.181
Si	-21.114	-7.63	-8.701	0.042	0.021	0.082
Si	-25.138	3.03	24.688	0.032	0.008	0.039
Si	-17.47	-0.091	-8.249	-0.036	-0.085	0.028
Si	-25.178	-3.509	-4.623	-0.062	0.095	0.051
Si	-26.577	-0.835	21.948	0.121	-0.006	-0.024
Si	-22.914	5.061	-2.541	0.049	0.028	0.073
Si	30.581	2.293	-8.408	0.005	0.004	-0.013
Si	-25.249	-8.486	21.039	-0.035	-0.037	-0.125
Si	25.446	-1.103	22.863	0.04	0.019	-0.069
Si	-26.127	-0.508	-4.968	0.07	0.024	0.142
Si	-27.915	-1.46	-7.086	-0.088	-0.055	0.054
Si	-25.434	5.748	-3.716	-0.075	-0.079	0.121
Si	-23.666	0.968	-6.226	-0.113	0.017	-0.027
Si	29.873	1.335	23.876	0.117	-0.034	-0.135
Si	-21.401	-5.862	-6.597	-0.049	0	0.037
Si	-18.562	0.725	-2.856	-0.11	-0.054	0.105
Si	-19.483	3.47	-3.041	-0.115	-0.043	0.057
Si	-16.927	-7.404	-4.896	-0.02	0.077	0.084
Si	-18.955	7.576	-0.263	-0.046	-0.404	0.512
Si	-15.716	0.163	-3.032	-0.008	0.028	0.11
Si	-14.736	2.957	-3.375	-0.003	0.011	0.116
Si	-20.948	5.032	-7.157	-0.058	-0.008	0.001
Si	-17.558	-4.945	-3.116	0.084	-0.103	0.029
Si	-10.84	0.415	-2.19	-0.469	-0.063	0.624
Si	-11.746	3.334	-2.698	-0.048	0.039	0.151
Si	-12.142	-7.629	-2.793	0.057	0.064	0.134
Si	-12.029	-4.463	-3.059	-0.045	0.032	0.241
Si	-7.7	-0.086	-2.082	0.257	0.057	0.604
Si	-6.878	2.422	-3.944	-0.056	-0.086	0.146
Si	-3.173	5.407	-5.135	0.141	-0.037	-0.045
Si	-7.368	-3.085	-2.905	-0.181	0.115	0.223
Si	-14.354	0.053	-0.358	0.683	0.083	0.259
Si	-15.83	4.488	-0.961	0.202	0.035	0.614
Si	-14.968	-8.347	-2.653	0.069	0.13	0.129
Si	-16.236	-6.476	-0.749	0.187	0.221	0.565
Si	-11.984	0.033	-0.088	-0.055	-0.076	-0.132
Si	-11.191	3.864	0.148	-0.21	-0.074	0.686
Si	-11.157	-7.702	0.157	-0.229	0.059	0.795
Si	-11.048	-3.865	-0.051	0.382	0.101	0.56
Si	-6.986	0.017	0.112	0.014	0.043	-0.025
Si	-8.056	3.962	0.195	0.13	-0.134	0.721
Si	-8.061	-7.614	0.212	0.175	0.026	0.853
Si	-8.559	-3.758	-0.024	-0.27	0.031	0.684
Si	-4.593	0.11	-0.155	-0.311	0.292	0.508
Si	-3.543	3.909	-0.156	-0.223	-0.032	0.715
Si	-5.948	-7.823	-2.169	0.017	-0.107	0.111
Si	-5.336	-5.212	-3.761	-0.146	-0.095	0.1
Si	-15.271	2.288	1.604	-0.06	0.298	0.486
Si	-15.317	4.728	1.331	-0.08	-0.03	0.024
Si	-15.52	-5.398	1.256	-0.063	-0.538	0.15
Si	-15.323	-2.275	1.461	-0.043	0.131	0.749
Si	-11.537	1.872	1.347	0	0.085	-0.019
Si	-11.488	5.763	1.452	-0.008	0.056	-0.034
Si	-11.537	-5.718	1.337	0.015	-0.034	-0.066
Si	-11.545	-1.916	1.214	0.042	-0.045	0.002
Si	-7.601	1.944	1.327	-0.033	0.047	-0.016
Si	-7.767	5.84	1.53	0.003	0.037	-0.011
Si	-7.829	-5.605	1.346	0	-0.006	-0.044
Si	-7.723	-1.92	1.273	-0.002	-0.058	0.018
Si	-3.815	1.933	1.208	0.022	0.063	-0.047
Si	-3.872	5.798	1.261	0.004	0.063	0.036
Si	-3.893	-5.547	1.332	-0.041	-0.597	0.124
Si	-3.89	-2.426	1.36	0.016	0.147	0.759
Si	-17.313	1.848	2.68	0.032	0.007	0.046
Si	-17.248	5.588	2.549	0.017	0.05	0.045
Si	-17.343	-5.753	2.716	-0.018	-0.012	-0.024
Si	-17.292	-1.991	2.724	-0.017	-0.026	-0.058
Si	-13.35	1.911	2.849	0.013	-0.042	0.059
Si	-13.495	5.61	2.621	-0.004	0.032	0.03
Si	-13.545	-5.811	2.563	-0.022	-0.011	0.024
Si	-13.376	-2.028	2.722	-0.015	0.054	-0.007
Si	-9.574	1.871	2.674	0.008	-0.003	0.005
Si	-9.648	5.785	2.895	0.006	0.015	0.018
Si	-9.678	-5.725	2.785	-0.009	0.03	0.045
Si	-9.644	-1.837	2.649	-0.035	-0.034	0.015
Si	-5.689	1.996	2.684	0.016	-0.056	-0.024
Si	-5.749	5.764	2.702	-0.017	0.024	0.041
Si	-5.843	-5.724	2.652	0.008	-0.044	0.044
Si	-5.817	-2.061	2.679	-0.036	0.051	-0.029
Si	-17.303	-0.057	4.05	0.047	0.007	-0.007
Si	-17.342	3.777	4.057	0.014	0.019	-0.033
Si	-17.273	7.592	3.924	0.036	0.007	-0.061
Si	-17.311	-3.874	4.132	0.011	-0.012	0.032
Si	-13.427	-0.083	4.074	-0.038	-0.004	-0.02
Si	-13.383	3.832	4.161	-0.034	0.003	-0.024
Si	-13.54	7.623	3.922	-0.007	0.001	-0.048
Si	-13.444	-3.947	4.056	-0.031	-0.031	-0.005
Si	-9.618	0.006	4.09	0.004	0.006	0.031
Si	-9.61	3.785	4.097	0	0.021	-0.011
Si	-9.653	7.743	4.156	-0.003	-0.006	0.008
Si	-9.65	-3.771	4.061	0.016	-0.03	-0.021
Si	-5.75	-0.028	3.958	0.024	-0.007	-0.036
Si	-5.743	3.861	4.091	0.019	0.027	-0.011
Si	-5.785	-7.672	4.012	0.012	0	0.003
Si	-5.812	-3.888	4.124	0.013	-0.03	0.008
Si	-15.371	-0.041	5.407	0.012	-0.001	0.041
Si	-15.383	3.811	5.403	-0.015	0.01	0.012
Si	-15.401	7.663	5.358	0.01	0.01	0.043
Si	-15.36	-3.873	5.432	-0.005	0.001	0.005
Si	-11.535	-0.025	5.46	-0.011	0.013	-0.002
Si	-11.495	3.828	5.51	0.023	-0.017	0.024
Si	-11.633	7.683	5.394	-0.022	0.004	0.01
Si	-11.55	-3.869	5.443	0.021	-0.001	0.018
Si	-7.655	-0.008	5.387	0.002	-0.011	0.009
Si	-7.679	3.832	5.431	-0.01	-0.011	0.052
Si	-7.686	-7.679	5.435	0.023	-0.006	0.008
Si	-7.739	-3.84	5.447	-0.019	0.015	0.028
Si	-19.219	-0.012	5.419	-0.012	-0.016	0.009
Si	-19.203	3.847	5.469	-0.003	-0.04	0.049
Si	-19.182	7.679	5.365	0.007	-0.019	-0.001
Si	-19.228	-3.852	5.484	0.001	0.003	0.017
Si	-15.364	1.875	12.252	-0.006	0.006	-0.014
Si	-15.395	5.799	12.262	-0.001	-0.016	-0.015
Si	-15.393	-5.768	12.314	0.006	0.002	-0.023
Si	-15.398	-1.939	12.311	-0.004	-0.01	-0.021
Si	-11.522	1.935	12.25	-0.012	0.021	-0.019
Si	-11.552	5.78	12.235	-0.006	-0.008	-0.027
Si	-11.555	-5.762	12.252	-0.001	0.006	-0.022
Si	-11.559	-1.914	12.253	0.007	-0.01	-0.021
Si	-7.691	1.943	12.242	-0.023	0.004	-0.025
Si	-7.717	5.765	12.231	0	-0.014	-0.018
Si	-7.726	-5.789	12.215	0.013	0.025	-0.023
Si	-7.721	-1.892	12.209	-0.009	-0.021	-0.031
Si	-19.166	1.907	12.182	0.006	0.008	-0.018
Si	-19.192	5.794	12.188	0.016	0.005	-0.033
Si	-19.196	-5.802	12.229	0.012	0.017	-0.025
Si	-19.197	-1.917	12.212	0.016	-0.017	-0.021
Si	-17.286	1.84	13.607	0.006	-0.011	0.026
Si	-17.323	5.842	13.623	-0.01	0.035	0.015
Si	-17.33	-5.774	13.685	-0.02	0.006	0.023
Si	-17.343	-1.951	13.67	-0.014	-0.005	0.001
Si	-13.441	1.899	13.615	0.026	-0.018	0.007
Si	-13.466	5.796	13.608	0.002	0.007	-0.008
Si	-13.45	-5.747	13.661	-0.022	0.015	0.027
Si	-13.457	-1.919	13.661	-0.004	0.026	0.032
Si	-9.601	1.952	13.625	0.005	0.006	0.035
Si	-9.638	5.795	13.601	-0.017	0.001	0.048
Si	-9.63	-5.794	13.602	-0.003	-0.022	0.005
Si	-9.627	-1.877	13.591	-0.004	0.017	0.002
Si	-5.732	1.996	13.554	0.005	0.029	0.019
Si	-5.77	5.763	13.549	-0.002	0.001	0.007
Si	-5.796	-5.802	13.538	-0.013	-0.008	0.038
Si	-5.796	-1.851	13.541	-0.006	-0.015	0.027
Si	-17.309	-0.059	15.073	-0.009	0.014	0.026
Si	-17.291	3.836	14.822	0.004	-0.004	-0.044
Si	-17.328	-7.659	15.111	-0.003	-0.019	0.031
Si	-17.433	-3.857	15.075	-0.017	-0.007	-0.013
Si	-13.406	0.005	15.04	0.006	0.023	0.005
Si	-13.485	3.849	14.916	-0.02	0.004	-0.026
Si	-13.439	-7.684	15.007	0.004	-0.016	-0.047
Si	-13.492	-3.825	15.051	-0.015	-0.031	-0.016
Si	-9.64	0.031	15.002	-0.005	-0.001	-0.012
Si	-9.593	3.894	14.972	0.013	-0.023	0.047
Si	-9.682	-7.7	15.014	-0.029	0.029	-0.034
Si	-9.604	-3.829	14.879	0.022	-0.01	-0.023
Si	-5.762	0.1	14.894	-0.016	-0.048	0.004
Si	-5.7	3.89	14.96	0.052	0.005	-0.013
Si	-5.862	-7.729	14.903	0.007	0.044	-0.014
Si	-5.788	-3.826	14.787	-0.017	0.02	-0.03
Si	-15.327	-0.01	16.399	-0.003	0.039	0.009
Si	-15.444	3.877	16.22	-0.003	-0.006	0.026
Si	-15.303	-7.655	16.417	-0.005	0.012	0.042
Si	-15.49	-3.81	16.383	0.004	-0.03	0.075
Si	-11.498	-0.002	16.484	0.015	-0.012	0.015
Si	-11.579	3.833	16.26	-0.024	-0.005	0.004
Si	-11.57	-7.724	16.456	0.011	-0.022	0.039
Si	-11.454	-3.826	16.28	0.032	0.016	0.021
Si	-7.662	0.131	16.257	0.036	-0.046	-0.035
Si	-7.609	3.981	16.298	-0.052	0.035	0.044
Si	-7.751	-7.676	16.341	0.053	-0.03	-0.011
Si	-7.648	-3.793	16.16	0.021	-0.001	-0.001
Si	-19.319	-0.056	16.369	0.041	-0.017	0.029
Si	-19.166	3.742	16.166	0.014	-0.008	0.069
Si	-19.39	-7.669	16.345	0.034	0.018	0.036
Si	-19.432	-3.874	16.404	0.037	-0.009	0.052
Si	-15.481	2.011	17.626	-0.029	-0.047	-0.007
Si	-15.32	5.716	17.682	0.064	0.023	0.012
Si	-15.239	-5.681	17.771	0.015	-0.069	0.031
Si	-15.193	-1.941	17.776	0.032	0.111	0.016
Si	-11.606	2.018	17.766	-0.016	0.002	0.044
Si	-11.6	5.642	17.752	-0.025	0.041	0.045
Si	-11.411	-5.706	17.679	0.033	-0.051	0.075
Si	-11.211	-2.01	17.754	0.056	0.094	-0.001
Si	-7.754	2.083	17.63	0.045	-0.013	0.063
Si	-7.78	5.839	17.799	-0.406	-0.062	-0.393
Si	-7.274	-5.687	17.507	0.285	-0.006	-0.375
Si	-7.149	-1.862	17.403	0.062	-0.008	-0.02
Si	-19.269	1.898	17.659	0.012	-0.018	0.006
Si	-19.275	5.658	17.463	0.002	0.068	0.006
Si	-20.106	-5.794	17.662	-0.055	-0.046	-0.067
Si	-19.991	-1.933	17.69	-0.01	0.021	0.02
Si	-17.374	1.645	19.044	0.094	0.276	-0.716
Si	-17.365	6.14	18.695	0.071	-0.339	-0.697
Si	-16.643	-6.343	19.525	0.398	0.347	-0.55
Si	-16.49	-1.39	19.681	0.343	-0.183	-0.584
Si	-13.639	2.522	18.942	0.235	0.224	-0.492
Si	-12.874	-9.208	21.856	-0.02	-0.1	-0.211
Si	-13.278	-5.059	18.949	-0.053	0.227	-0.569
Si	-13.195	-2.598	18.938	0.001	-0.054	-0.151
Si	-9.659	2.723	18.939	-0.051	-0.061	-0.005
Si	-9.673	5.157	19.04	0.003	0.032	-0.035
Si	-9.755	-5.793	19.338	-0.176	0.153	-0.618
Si	-8.984	-1.726	18.817	-0.139	-0.221	-0.632
Si	-21.166	2.529	18.896	-0.07	0.295	-0.572
Si	-20.888	4.955	19.017	-0.205	-0.16	-0.563
Si	-19.441	-5.388	19.876	-0.169	-0.141	-0.599
Si	-19.362	-2.364	19.959	-0.204	0.162	-0.654
Si	-9.714	-3.303	21.165	-0.001	-0.141	-0.084
Si	-21.592	-8.735	24.214	0.055	0.047	0.028
Si	-8.908	-4.598	23.809	-0.072	-0.023	-0.042
Si	-13.504	4.958	19.017	0.034	-0.151	-0.698
Si	-13.855	-1.912	21.068	-0.049	-0.043	-0.551
Si	-22.111	3.699	23.959	-0.163	-0.133	-0.069
Si	-9.524	0.936	20.401	-0.044	0.6	-0.386
Si	-14.092	-4.046	23.299	0.022	-0.037	-0.033
Si	-9.182	3.066	-8.292	0.013	-0.069	-0.119
Si	-14.306	-6.469	21.531	0.033	0.13	-0.311
Si	-17.328	3.155	21.852	0.109	0.072	-0.16
Si	-14.555	2.245	21.866	-0.156	0.025	-0.105
Si	-6.461	-3.575	-8.855	0.06	-0.026	-0.076
Si	-6.824	1.299	21.73	0.085	-0.012	-0.198
Si	-18.818	5.594	21.245	-0.199	0.03	-0.236
Si	-21.6	-3.068	24.652	0.061	0.053	-0.111
Si	-6.122	-0.859	-7.254	0.032	0.019	-0.004
Si	-15.159	-8.292	-7.153	-0.176	-0.053	0.054
Si	-16.464	-3.598	25.004	-0.085	0.033	-0.014
Si	-8.24	-7.367	-7.671	0.145	-0.019	0.145
Si	-13.244	-6.035	-6.978	-0.01	0.063	-0.132
Si	-19.069	-4.983	24.569	-0.027	-0.03	-0.084
Si	-8.786	-7.67	23.382	0.094	0.018	-0.124
Si	-3.536	-0.827	-5.611	-0.038	0.049	0.047
Si	-19.767	-7.106	22.353	0.059	-0.018	-0.101
Si	-9.987	-0.071	24.71	-0.038	0.017	-0.054
Si	-15.803	4.349	-5.89	-0.062	-0.051	0.015
Si	-8.607	5.266	-6.493	0.035	-0.059	0.055
Si	-16.587	-2.449	-4.498	-0.055	0.122	0.119
Si	-12.616	3.762	23.656	-0.135	-0.02	-0.009
Si	-13.933	-3.662	-5.313	0.139	0.124	0.142
Si	-18.719	-0.097	24.978	-0.003	0.048	-0.033
Si	-10.385	-5.278	-7.294	-0.034	0.123	0.195
Si	-5.674	-7.631	-8.722	0.072	0.08	0.087
Si	-9.841	3.029	24.664	-0.004	-0.022	0.032
Si	-2.2	-0.214	-8.249	-0.064	-0.061	0.021
Si	-9.678	-3.463	-4.887	-0.113	0.058	0.077
Si	-11.393	-0.816	22.005	0.129	0.035	-0.041
Si	-7.47	5.025	-2.538	0.007	0.044	0.031
Si	-15.595	2.448	-8.23	0.017	-0.057	0.011
Si	-9.904	6.722	20.798	0.144	-0.435	-0.5
Si	-20.592	-1.091	22.594	0.077	-0.034	-0.177
Si	-10.767	-0.482	-5.049	0.052	0.02	0.146
Si	-12.56	-1.408	-7.151	-0.101	-0.037	0.064
Si	-10.023	5.747	-3.697	-0.102	-0.098	0.139
Si	-8.288	0.955	-6.256	-0.094	0.007	-0.012
Si	-16.385	1.362	23.903	0.112	-0.039	-0.146
Si	-6.156	-5.764	-6.705	0.024	-0.054	0.007
Si	-0.016	-1.929	6.803	-0.001	0.003	-0.009
Si	-0.015	1.9	6.772	-0.009	0.018	-0.018
Si	-0.019	5.756	6.766	-0.011	-0.002	-0.011
Si	-0.019	-5.787	6.785	0.004	0.005	0.001
Si	3.833	-1.907	6.845	-0.005	-0.003	-0.011
Si	3.835	1.913	6.856	-0.011	-0.002	-0.01
Si	3.834	5.793	6.825	-0.005	0.002	-0.021
Si	3.816	-5.773	6.822	-0.013	-0.004	-0.015
Si	7.67	-1.883	6.815	0.026	-0.011	-0.01
Si	7.694	1.93	6.788	0.001	0.011	-0.025
Si	7.675	-9.602	6.789	0.004	-0.01	-0.016
Si	7.658	-5.759	6.811	0.014	-0.001	-0.011
Si	-3.875	-1.921	6.801	-0.004	-0.017	-0.007
Si	-3.866	1.901	6.78	0.004	0.02	-0.025
Si	-3.856	-9.601	6.772	0.013	-0.006	-0.025
Si	-3.855	-5.803	6.781	0.012	0.01	-0.023
Si	15.385	-1.928	6.823	-0.003	0.022	-0.006
Si	15.383	1.917	6.782	-0.01	0.005	-0.019
Si	15.376	5.761	6.777	-0.021	0.006	-0.018
Si	15.378	-5.814	6.797	-0.003	0.005	-0.003
Si	19.231	-1.911	6.829	0	0.006	-0.007
Si	19.222	1.917	6.824	-0.004	-0.009	-0.009
Si	19.229	5.788	6.804	-0.012	0.004	-0.032
Si	19.204	-5.785	6.798	-0.023	-0.009	-0.024
Si	23.093	-1.883	6.826	0.02	-0.018	-0.005
Si	23.111	1.94	6.8	0	0.014	-0.016
Si	23.099	-9.585	6.805	0.011	-0.019	-0.01
Si	23.082	-5.77	6.828	0.022	0.004	-0.005
Si	11.503	-1.904	6.847	-0.01	-0.014	0.005
Si	11.523	1.925	6.812	-0.003	0.029	-0.019
Si	11.522	-9.587	6.811	0.006	-0.022	-0.017
Si	11.527	-5.813	6.814	0.019	0.015	-0.012
Si	-30.75	-1.917	6.818	-0.006	0.011	-0.01
Si	-30.754	1.92	6.785	-0.004	0.014	-0.017
Si	-30.759	5.769	6.775	-0.012	0.001	-0.012
Si	-30.761	-5.777	6.794	0.006	0.006	0.002
Si	-26.909	-1.908	6.844	-0.003	-0.001	-0.013
Si	-26.912	1.91	6.86	-0.017	0	-0.01
Si	-26.904	5.793	6.831	-0.012	0.003	-0.024
Si	-26.928	-5.768	6.825	-0.011	-0.004	-0.014
Si	-23.07	-1.883	6.814	0.015	-0.007	-0.008
Si	-23.047	1.926	6.789	-0.002	0.013	-0.024
Si	-23.064	-9.607	6.793	0.002	-0.011	-0.016
Si	-23.083	-5.754	6.81	0.011	0.001	-0.012
Si	26.93	-1.892	6.829	-0.011	-0.013	0.001
Si	26.943	1.933	6.8	0.001	0.016	-0.02
Si	26.951	-9.585	6.79	0.011	-0.004	-0.017
Si	26.95	-5.782	6.796	0.009	0.004	-0.015
Si	-15.364	-1.949	6.788	-0.01	0.015	-0.012
Si	-15.367	1.891	6.767	-0.006	0.019	-0.017
Si	-15.378	5.751	6.747	-0.008	0.003	-0.021
Si	-15.378	-5.807	6.759	0.005	-0.003	-0.006
Si	-11.549	-1.948	6.81	-0.01	-0.005	-0.007
Si	-11.546	1.893	6.83	-0.009	0	-0.008
Si	-11.547	5.785	6.802	0.001	-0.002	-0.022
Si	-11.57	-5.795	6.789	-0.011	-0.007	-0.019
Si	-7.69	-1.911	6.789	0.012	-0.017	-0.014
Si	-7.676	1.904	6.78	-0.005	0.015	-0.019
Si	-7.697	-9.616	6.781	-0.005	-0.008	-0.013
Si	-7.715	-5.765	6.803	0.004	-0.002	-0.014
Si	-19.218	-1.919	6.81	-0.01	-0.015	0
Si	-19.21	1.905	6.796	-0.003	0.021	-0.022
Si	-19.204	5.787	6.786	0.013	-0.013	-0.021
Si	-19.201	-5.803	6.782	0.027	0.016	-0.024
Si	1.896	-1.92	8.185	0.007	0	0.02
Si	1.887	1.914	8.18	-0.006	0.002	0.024
Si	1.889	5.765	8.163	-0.025	-0.016	0.018
Si	1.889	-5.773	8.174	-0.014	0.015	0.016
Si	5.756	-1.899	8.188	-0.008	-0.009	0.009
Si	5.775	1.923	8.169	-0.01	0.02	0.012
Si	5.758	-9.594	8.16	-0.003	-0.005	0.016
Si	5.742	-5.784	8.176	0.004	-0.01	0.007
Si	9.583	-1.917	8.193	0.002	0.004	0.021
Si	9.604	1.931	8.17	0.001	-0.018	0.023
Si	9.596	-9.607	8.16	0.001	-0.002	0.024
Si	9.592	-5.78	8.164	-0.004	-0.011	0.007
Si	-1.944	-1.929	8.152	0.005	0.006	0.018
Si	-1.936	1.912	8.13	0.005	0.001	0.019
Si	-1.932	-9.614	8.132	0.024	0.006	0.016
Si	-1.939	-5.774	8.146	0.012	-0.009	0.018
Si	17.304	-1.922	8.187	0.007	-0.004	0.016
Si	17.289	1.923	8.175	-0.009	0.008	0.022
Si	17.295	5.767	8.159	-0.012	-0.011	0.019
Si	17.292	-5.784	8.174	-0.011	0.018	0.015
Si	21.16	-1.897	8.172	-0.003	-0.006	0.005
Si	21.166	1.931	8.147	-0.008	0.017	0.009
Si	21.157	-9.596	8.145	-0.003	-0.009	0.013
Si	21.138	-5.787	8.158	0.004	-0.013	0.003
Si	25.013	-1.909	8.188	0.001	0.007	0.017
Si	25.027	1.94	8.167	0.001	-0.009	0.02
Si	25.029	-9.598	8.155	-0.006	-0.004	0.023
Si	25.022	-5.771	8.163	-0.008	-0.008	0.011
Si	13.454	-1.927	8.172	0.003	0.002	0.013
Si	13.465	1.92	8.151	0.012	0.009	0.022
Si	13.464	-9.608	8.148	0.021	0.006	0.024
Si	13.459	-5.783	8.164	0.012	-0.016	0.021
Si	-28.837	-1.923	8.194	0.01	-0.002	0.021
Si	-28.854	1.92	8.189	-0.007	0.006	0.024
Si	-28.846	5.768	8.168	-0.008	-0.014	0.017
Si	-28.85	-5.77	8.18	-0.012	0.018	0.016
Si	-24.984	-1.904	8.181	-0.01	-0.005	0.005
Si	-24.968	1.918	8.166	-0.008	0.009	0.012
Si	-24.979	-9.602	8.165	0	-0.006	0.02
Si	-24.999	-5.783	8.172	-0.004	-0.006	0.01
Si	-21.141	-1.929	8.164	-0.002	0	0.024
Si	-21.129	1.917	8.156	0.001	-0.022	0.022
Si	-21.132	5.772	8.143	0.003	-0.011	0.021
Si	-21.137	-5.775	8.139	-0.01	-0.006	0.008
Si	28.87	-1.921	8.166	0.001	0.004	0.013
Si	28.878	1.928	8.148	0.016	0.003	0.02
Si	28.881	-9.6	8.144	0.02	-0.001	0.018
Si	28.871	-5.765	8.158	0.008	-0.007	0.01
Si	-13.463	-1.935	8.176	0.006	0.002	0.026
Si	-13.475	1.908	8.176	-0.019	0.007	0.025
Si	-13.478	5.761	8.153	-0.02	-0.007	0.024
Si	-13.48	-5.779	8.158	-0.007	0.021	0.022
Si	-9.617	-1.923	8.153	0.003	-0.012	0.009
Si	-9.606	1.907	8.148	-0.011	0.005	0.007
Si	-9.621	-9.6	8.147	0.005	-0.001	0.023
Si	-9.642	-5.79	8.152	0.012	-0.022	0.012
Si	-5.785	-1.922	8.17	0.002	0.005	0.024
Si	-5.772	1.921	8.158	0.003	-0.002	0.023
Si	-5.775	5.769	8.142	0	-0.007	0.015
Si	-5.782	-5.774	8.147	-0.002	0.001	0.01
Si	-17.283	-1.941	8.15	0.003	0.007	0.019
Si	-17.276	1.905	8.14	0.015	0.004	0.022
Si	-17.274	-9.613	8.138	0.014	0.005	0.019
Si	-17.282	-5.78	8.142	0.011	-0.002	0.02
Si	1.893	-0.003	9.551	-0.011	-0.007	-0.013
Si	1.883	3.845	9.541	0.004	0.001	-0.01
Si	1.886	7.69	9.532	0.017	0.014	-0.017
Si	1.886	-3.851	9.544	-0.008	0.002	-0.02
Si	5.747	0.017	9.542	0.018	0	-0.019
Si	5.749	3.861	9.503	0.004	-0.003	-0.016
Si	5.748	-7.697	9.536	0.01	-0.007	-0.008
Si	5.75	-3.846	9.52	0.013	0.006	-0.023
Si	9.6	0.012	9.531	-0.013	-0.008	-0.013
Si	9.611	3.858	9.53	-0.012	-0.004	-0.012
Si	9.592	-7.695	9.525	-0.016	-0.002	-0.014
Si	9.603	-3.858	9.535	0.018	0.011	-0.017
Si	-1.936	0	9.497	0.001	0.01	-0.029
Si	-1.929	3.844	9.487	-0.017	0.005	-0.031
Si	-1.933	-7.698	9.494	-0.004	-0.001	-0.025
Si	-1.945	-3.852	9.517	0	-0.006	-0.005
Si	17.299	0.001	9.54	-0.007	-0.004	-0.008
Si	17.292	3.851	9.537	0.005	0	-0.01
Si	17.295	7.683	9.535	0.015	0.005	-0.018
Si	17.293	-3.857	9.539	-0.007	0.001	-0.015
Si	21.151	0.023	9.521	0.005	-0.004	-0.02
Si	21.148	3.862	9.494	0.002	-0.003	-0.013
Si	21.15	-7.699	9.522	0	-0.007	-0.008
Si	21.153	-3.844	9.504	0.001	0.009	-0.025
Si	25.022	0.021	9.526	-0.014	-0.008	-0.01
Si	25.03	3.867	9.525	-0.006	-0.003	-0.011
Si	25.021	-7.689	9.52	0.014	0.001	-0.012
Si	25.023	-3.849	9.532	0.012	0.006	-0.013
Si	13.467	-0.001	9.515	-0.001	0.002	-0.024
Si	13.477	3.853	9.506	-0.017	0.011	-0.027
Si	13.468	-7.699	9.521	-0.01	-0.006	-0.027
Si	13.459	-3.856	9.531	-0.001	0	-0.009
Si	-28.843	-0.005	9.548	-0.015	-0.004	-0.011
Si	-28.849	3.851	9.546	-0.002	0.002	-0.014
Si	-28.846	7.691	9.535	0.009	0.011	-0.024
Si	-28.841	-3.855	9.554	-0.018	-0.002	-0.018
Si	-24.991	0.008	9.533	0.007	-0.004	-0.022
Si	-24.991	3.849	9.507	-0.003	-0.008	-0.015
Si	-24.99	-7.698	9.528	0.008	0	-0.004
Si	-24.99	-3.847	9.516	0.01	0.015	-0.026
Si	-21.132	-0.005	9.51	-0.01	0.001	-0.012
Si	-21.125	3.847	9.513	-0.009	-0.005	-0.015
Si	-21.141	7.694	9.498	-0.007	0.001	-0.014
Si	-21.132	-3.861	9.519	0.02	0.013	-0.013
Si	28.884	0.005	9.507	-0.005	0.003	-0.024
Si	28.889	3.86	9.499	-0.016	0.011	-0.026
Si	28.886	-7.687	9.509	-0.004	0.001	-0.027
Si	28.872	-3.847	9.528	0.002	-0.001	-0.008
Si	-13.463	-0.015	9.537	-0.01	-0.005	-0.014
Si	-13.479	3.843	9.53	0.006	-0.01	-0.012
Si	-13.476	7.689	9.519	0.015	0.01	-0.017
Si	-13.48	-3.86	9.539	-0.006	-0.005	-0.019
Si	-9.623	-0.001	9.52	-0.006	0.001	-0.026
Si	-9.627	3.847	9.492	-0.007	-0.008	-0.016
Si	-9.632	-7.697	9.523	0.004	0.002	0.003
Si	-9.631	-3.853	9.507	0.001	0.009	-0.03
Si	-5.778	0.005	9.519	-0.008	-0.008	-0.011
Si	-5.771	3.851	9.518	-0.007	-0.01	-0.018
Si	-5.789	7.69	9.501	-0.006	-0.004	-0.016
Si	-5.78	-3.855	9.523	0.011	-0.001	-0.011
Si	-17.268	-0.018	9.499	-0.001	0.005	-0.028
Si	-17.267	3.841	9.491	-0.009	0.001	-0.028
Si	-17.27	-7.693	9.502	-0.001	0	-0.03
Si	-17.283	-3.861	9.519	-0.003	-0.007	-0.014
Si	-0.045	-0.013	10.889	-0.006	-0.012	0.018
Si	-0.047	3.838	10.909	-0.003	0.007	0.028
Si	-0.045	7.697	10.89	-0.019	0.001	0.016
Si	-0.041	-3.854	10.909	0.022	0.017	0.016
Si	3.824	0.013	10.905	-0.003	0.006	0.02
Si	3.831	3.851	10.876	0.017	-0.004	0.02
Si	3.819	7.69	10.883	-0.007	0.001	0.012
Si	3.827	-3.847	10.887	-0.018	-0.01	0.001
Si	7.673	0.018	10.876	0.011	0.004	0.006
Si	7.662	3.865	10.865	-0.008	-0.008	0.011
Si	7.672	-7.709	10.878	0.015	0.001	0.019
Si	7.667	-3.856	10.887	-0.011	-0.024	0.005
Si	-3.845	0.01	10.859	-0.019	0.003	0.009
Si	-3.829	3.857	10.864	0.008	0.008	0.02
Si	-3.854	-7.694	10.84	0.003	-0.007	0.002
Si	-3.859	-3.852	10.891	-0.02	0.006	0.023
Si	15.373	-0.025	10.895	0.004	-0.006	0.022
Si	15.372	3.85	10.916	0.012	0.011	0.024
Si	15.371	7.688	10.903	-0.023	0.009	0.017
Si	15.374	-3.862	10.916	0.02	0.011	0.019
Si	19.232	0.018	10.887	0.004	0.008	0.015
Si	19.233	3.851	10.877	0.007	-0.004	0.018
Si	19.228	7.687	10.88	-0.006	0.001	0.014
Si	19.235	-3.842	10.88	-0.012	-0.005	-0.001
Si	23.082	0.029	10.855	0.011	0.002	0.001
Si	23.07	3.87	10.848	-0.006	-0.012	0.006
Si	23.083	-7.709	10.856	0.009	-0.004	0.013
Si	23.075	-3.849	10.868	-0.008	-0.015	0.003
Si	11.543	0.003	10.86	-0.02	-0.006	0.014
Si	11.565	3.864	10.868	0.002	0.004	0.021
Si	11.538	-7.696	10.856	-0.003	-0.008	0.005
Si	11.536	-3.857	10.895	-0.027	-0.002	0.025
Si	-30.769	-0.029	10.899	0.004	-0.006	0.02
Si	-30.772	3.856	10.915	0.009	0.009	0.029
Si	-30.767	7.699	10.904	-0.018	0.003	0.017
Si	-30.766	-3.863	10.918	0.014	0.012	0.019
Si	-26.912	0.002	10.893	0.009	0.005	0.012
Si	-26.906	3.84	10.885	0.016	-0.003	0.022
Si	-26.914	7.687	10.882	-0.002	-0.005	0.015
Si	-26.899	-3.855	10.899	-0.004	-0.002	-0.002
Si	-23.06	-0.002	10.854	0.004	-0.008	0.001
Si	-23.07	3.84	10.857	-0.002	-0.001	0.012
Si	-23.062	-7.71	10.857	0.002	0	0.019
Si	-23.07	-3.859	10.87	-0.022	-0.018	0.003
Si	26.965	0.016	10.854	-0.015	-0.007	0.011
Si	26.982	3.871	10.865	0	0.003	0.021
Si	26.963	-7.69	10.851	-0.011	-0.009	0.007
Si	26.954	-3.849	10.893	-0.028	-0.001	0.024
Si	-15.378	-0.04	10.9	-0.002	-0.004	0.024
Si	-15.388	3.84	10.919	-0.004	0.011	0.031
Si	-15.381	7.714	10.904	-0.024	0.006	0.022
Si	-15.388	-3.856	10.929	0.013	0.017	0.02
Si	-11.539	0.008	10.892	0.002	0.008	0.016
Si	-11.543	3.851	10.873	0.014	0	0.019
Si	-11.557	7.702	10.881	0.005	-0.007	0.017
Si	-11.545	-3.841	10.887	-0.005	-0.002	0.003
Si	-7.702	0.026	10.869	0.018	-0.008	0.003
Si	-7.714	3.851	10.862	0.002	0.005	0.007
Si	-7.706	-7.706	10.864	0.013	0.001	0.014
Si	-7.716	-3.847	10.876	-0.011	-0.017	0.008
Si	-19.19	-0.012	10.837	-0.014	-0.008	0.006
Si	-19.177	3.849	10.851	0.002	0.006	0.02
Si	-19.2	7.7	10.83	0	-0.005	0.009
Si	-19.203	-3.863	10.88	-0.018	0.004	0.019
O	-1.773	0.139	-2.351	-0.014	-0.253	0.262
O	10.977	0.45	-1.71	-0.164	0.025	-0.396
O	10.882	3.72	-1.466	-0.854	0.124	0.034
O	-0.646	5.633	-2.511	-0.569	0.044	-0.407
O	10.799	5.354	-5.987	-0.116	-0.017	0.017
O	1.55	-7.635	-7.036	0.318	-0.481	0.213
O	11.606	-5.122	-3.261	-0.052	0.056	0.081
O	8.881	-9.25	-3.034	0.534	-0.146	-0.211
O	0.813	-0.05	-1.958	0.354	-0.157	-0.329
O	0.093	3.232	-2.113	0.193	-0.251	0.317
O	2.28	2.738	-3.441	0.005	-0.329	-0.456
O	-0.22	-8.221	-4.529	0.253	-0.076	-0.402
O	1.878	-8.761	-3.133	0.214	-0.613	0.045
O	-1.779	-5.52	-1.831	-0.396	0.522	0.19
O	6.048	-0.189	-2.015	-0.058	-0.045	0.191
O	5.743	3.852	-0.294	-0.026	-0.088	-0.061
O	3.296	3.911	-1.272	-0.236	0.326	-0.164
O	3.347	-7.787	-1.232	-0.451	-0.046	-0.075
O	5.778	-7.626	-0.313	0.007	0.133	-0.342
O	3.108	-4.088	-1.515	-0.531	0.195	-0.22
O	5.598	-3.822	-0.483	-0.055	0.243	-0.097
O	8.149	4.37	-1.188	0.7	0.339	-0.102
O	-5.312	2.8	-3.868	0.177	0.072	-0.051
O	8.304	-7.614	-1.095	0.148	0.302	-0.137
O	8.001	-3.712	-1.394	0.354	0.04	0.053
O	9.439	-3.815	-3.489	0.48	0.077	0.12
O	0.319	1.51	0.166	0.061	0.234	-0.119
O	0.179	-1.127	0.303	-0.508	-0.08	-0.45
O	0.27	5.124	-0.154	0.476	0.274	-0.308
O	0.06	-7.307	-2.085	0.134	0.43	-0.212
O	0.024	-3.716	0.985	0.301	-0.056	-0.03
O	-0.018	-6.135	0.126	0.389	-0.343	-0.34
O	11.472	-1.296	0.193	0.223	-0.35	-0.476
O	10.835	-8.145	-1.655	0.161	-0.227	-0.215
O	11.509	-3.841	0.915	0.163	0.005	-0.46
O	11.368	-6.38	0.202	-0.174	0.319	-0.73
O	-1.075	-1.94	18.664	-0.461	-0.108	-0.216
O	5.315	-5.496	18.133	0.318	0.074	-0.248
O	5.379	-2.202	18.419	0.01	-0.097	0.382
O	-6.649	-9.276	18.998	-0.146	0.449	0.317
O	7.638	-5.704	19.145	0.279	-0.108	0.692
O	-2.443	-5.637	19.878	0.137	0.451	0.536
O	-2.632	-1.999	20.658	0.063	-0.392	0.274
O	-3.665	0.031	-4.253	-0.211	0.165	-0.065
O	-2.952	2.281	-3.067	0.552	0.182	-0.249
O	11.818	4.791	-3.668	0.355	0.38	0.453
O	-2.059	-7.699	-0.453	0.5	-0.312	-0.036
O	10.352	-6.676	-7.728	0.644	0.061	0.02
O	10.117	-5.414	-5.429	0.491	0.046	-0.048
O	2.927	-7.823	25.267	-0.333	0.338	-0.409
O	-0.421	-1.225	-4.035	0.198	-0.114	-0.066
O	0.034	1.379	-3.965	-0.159	0.016	-0.368
O	0.298	3.916	-4.692	0.243	0.331	0.142
O	7.875	-0.468	-6.564	-0.406	-0.401	0.003
O	-6.374	5.103	23.345	0.099	0.01	-0.306
O	-1.676	-6.04	-4.517	0.003	0.246	-0.285
O	3.977	-0.298	-3.536	-0.72	-0.414	-0.285
O	5.14	-2.077	-5.117	0.156	-0.301	-0.25
O	4.609	2.003	-2.477	0.557	0.271	-0.016
O	4.323	4.391	-3.663	0.156	0.029	-0.325
O	4.357	-8.313	-3.659	0.055	0.531	-0.247
O	4.465	-4.235	-3.709	0.192	-0.007	-0.046
O	1.302	-5.208	-6.038	-0.564	-0.51	0.42
O	8.108	1.212	-2.913	0.359	0.023	-0.048
O	8.241	-1.471	-2.796	0.026	0.005	-0.579
O	7.998	1.908	-5.416	0.346	0.134	-0.116
O	8.104	-6.901	-6.412	-0.274	-0.432	0.814
O	4.557	-4.377	-8.344	0.13	-0.224	-0.047
O	6.927	-3.503	-3.852	0.039	-0.193	-0.066
O	-1.671	0.324	19.913	-0.217	0.217	0.279
O	-4.492	5.739	20.706	-0.063	0.161	0.715
O	1.706	-3.302	22.01	0.117	-0.024	-0.04
O	-0.292	-6.885	20.73	-0.107	-0.136	0.357
O	-0.03	-1.445	21.066	-0.085	0.011	0.497
O	5.182	-4.591	24.783	0.016	0.069	-0.181
O	0.229	1.077	22.682	0.263	-0.578	-0.134
O	1.989	5.328	20.576	-0.053	-0.146	0.262
O	8.939	-2.151	-8.291	0.068	0.191	-0.529
O	6.489	-3.543	22.771	0.401	0.431	0.165
O	4.666	-0.743	23.47	0.002	-0.268	0.24
O	6.632	-0.137	19.463	0.549	0.425	-0.384
O	6.96	1.272	21.636	0.17	0.18	0.75
O	5.589	-7.281	19.973	-0.096	-0.06	0.067
O	5.582	-4.73	20.63	-0.187	-0.064	0.318
O	3.372	-0.393	-6.069	-0.245	0.559	0.193
O	7.059	-2.561	20.406	0.576	-0.188	0.189
O	9.344	1.29	20.402	0.334	-0.384	-0.013
O	4.626	-2.328	21.381	-0.021	-0.202	-0.318
O	-5.654	3.771	19.489	-0.171	-0.03	0.116
O	-4.402	-3.909	20.22	-0.155	-0.135	0.089
O	-4.766	-6.445	20.822	-0.545	-0.058	0.019
O	0.109	-3.362	23.993	-0.129	0.549	-0.005
O	-5.097	-1.543	21.128	-0.393	-0.042	-0.237
O	9.751	0.312	-8.201	-0.076	0.464	0.032
O	2.509	5.184	23.157	-0.257	0.241	0.395
O	1.804	-0.601	-8.165	-0.461	-0.278	0.266
O	-0.253	2.236	24.986	-0.257	0.358	0.263
O	2.088	-5.843	20.418	0.407	-0.058	0.33
O	2.578	-4.343	24.323	0.128	-0.363	-0.271
O	0.244	5.496	-6.848	0.582	0.036	-0.119
O	4.128	-8.878	21.498	0.138	0.016	-0.001
O	4.598	0.34	21.052	-0.39	0.17	-0.099
O	8.829	2.761	22.54	0.319	0.513	0.086
O	7.044	3.703	24.357	-0.139	0.324	0.489
O	6.736	-6.11	23.276	0.081	0.107	-0.14
O	-5.983	2.991	24.838	0.348	0.363	0.158
O	10.351	-1.342	-6.199	-0.222	-0.154	-0.051
O	6.632	-8.879	-7.518	-0.234	-0.175	-0.168
O	5.757	0.493	-5.395	-0.043	-0.036	0.295
O	-4.01	-0.892	23.541	0.262	-0.166	-0.018
O	0.852	-5.612	22.773	-0.392	-0.122	0.288
O	12.726	-2.15	-5.303	-0.213	-0.503	-0.175
O	1.514	1.681	20.318	-0.202	-0.456	0.024
O	-1.316	1.076	-8.585	-0.219	0.025	-0.176
O	-7.625	-4.167	24.681	0.017	-0.489	0.095
O	5.932	-6.404	-7.825	-0.105	-0.223	-0.692
O	1.865	-5.523	-8.569	0.106	-0.422	-0.27
O	7.762	-8.253	24.407	-0.023	-0.112	0.354
O	5.187	-8.101	24.027	-0.285	0.235	-0.318
O	8.991	0.12	22.756	-0.048	-0.114	0.057
O	6.316	5.751	-2.558	-0.335	0.177	0.439
O	6.09	5.705	-5.135	0.173	-0.048	0.129
O	-0.185	-3.192	-5.603	-0.185	-0.196	-0.4
O	-6.149	-2.411	23.34	-0.305	-0.257	-0.326
O	0.021	3.441	21.628	0.463	0.613	0.199
O	-2.143	2.868	20.262	-0.056	0.398	0.014
O	5.867	4.028	-7.122	-0.704	-0.128	0.266
O	1.746	-7.922	22.06	-0.087	0.022	0.486
O	-5.463	-7.846	22.899	-0.309	-0.221	0.198
O	-0.229	2.893	-6.996	0.067	-0.295	0.212
O	-1.792	0.205	24.338	0.275	-0.495	-0.016
O	7.583	3.779	-3.634	-0.397	-0.128	-0.654
O	3.646	-6.105	-6.635	0.076	-0.222	0.283
O	-1.606	-3.583	-3.461	0.206	0.225	0.404
O	5.703	-4.514	-5.97	0.397	-0.135	-0.079
O	2.399	2.629	22.524	0.431	-0.309	-0.08
O	-2.482	-3.896	24.393	0.144	0.274	-0.508
O	-4.05	1.231	25.221	0.42	0.324	-0.136
O	-5.024	-4.152	24.991	-0.064	-0.182	0.469
O	-2.81	-8.41	-4.948	-0.442	0.35	0.249
O	4.054	-1.842	-8.153	0.646	0.176	0.209
O	-1.985	4.585	-5.863	-0.052	-0.405	-0.043
O	12.551	0.033	-6.683	0.089	0.42	0.166
O	-3.872	-5.748	23.17	0.035	0.109	-0.051
O	6.869	-0.901	24.993	0.048	-0.21	-0.247
O	13.351	4.141	-0.832	0.009	-0.096	-0.08
O	-1.098	-7.515	-6.762	-0.128	0.503	-0.349
O	-5.228	-8.923	25.277	0.176	-0.197	0.012
O	4.493	3.591	23.75	0.086	0.59	-0.354
O	-2.251	4.852	21.96	-0.25	0.149	0.332
O	-1.986	2.428	22.942	-0.454	-0.144	0.191
O	5.812	1.423	24.449	-0.026	-0.014	0.032
O	2.491	-0.871	21.851	-0.192	0.35	0.05
O	-1.329	-1.579	-8.339	0.542	-0.084	0.746
O	9.732	-9.195	-8.247	-0.145	-0.168	-0.141
O	13.482	0.13	-2.409	-0.11	-0.195	0.745
O	26.514	0.498	-1.706	-0.324	0.073	-0.456
O	26.318	3.797	-1.522	-0.437	0.114	-0.145
O	26.3	5.446	-6.014	-0.23	-0.036	-0.034
O	16.974	-7.647	-6.865	0.527	-0.511	0.343
O	27.039	-5.179	-3.217	0.081	0.016	0.492
O	24.832	-6.618	-3.232	-0.413	0.006	-0.153
O	17.371	0.024	0.252	-0.146	-0.254	0.436
O	15.99	-0.098	-1.887	0.388	-0.079	-0.342
O	15.572	3.252	-1.898	0.3	-0.248	-0.159
O	17.654	2.82	-3.433	-0.034	-0.264	-0.496
O	14.936	-8.458	-4.238	0.122	-0.447	-0.2
O	15.309	5.751	-1.943	-0.172	-0.049	0.242
O	13.654	-5.407	-1.703	-0.13	0.619	0.019
O	19.586	0.026	-1.165	-0.21	-0.307	-0.388
O	21.748	0.01	-2.575	0.035	0.137	0.094
O	21.198	3.801	-0.309	0.179	-0.125	-0.023
O	18.745	3.842	-1.264	-0.671	0.111	-0.142
O	18.766	-7.751	-1.256	-0.327	-0.183	-0.132
O	21.202	-7.608	-0.336	0.118	0.047	-0.582
O	21.047	-3.82	-0.469	0.145	0.303	-0.166
O	23.609	4.348	-1.153	0.581	0.107	-0.135
O	9.944	2.879	-3.845	0.235	0.219	-0.319
O	23.738	-7.63	-1.099	-0.026	0.119	-0.127
O	23.438	-3.687	-1.418	0.343	-0.211	-0.152
O	24.859	-3.895	-3.53	0.294	0.182	-0.422
O	15.22	1.438	0.214	-0.177	0.152	-0.436
O	15.105	-1.238	0.297	-0.459	-0.071	-0.433
O	15.566	-7.091	-2.104	0.463	0.393	-0.041
O	15.338	-3.8	0.987	-0.123	-0.155	-0.094
O	15.211	-6.331	0.284	0.372	-0.405	-0.11
O	26.873	-1.29	0.162	0.173	-0.258	-0.259
O	26.276	-8.158	-1.639	0.199	0.072	-0.468
O	26.92	-3.826	0.902	0.209	0.087	-0.205
O	26.759	-6.364	0.198	-0.285	0.122	-0.745
O	14.355	-2.066	18.787	-0.406	-0.462	0.055
O	20.813	-2.245	18.385	0.011	-0.416	-0.121
O	10.854	5.713	20.729	-0.397	0.317	0.394
O	22.697	-5.562	18.874	0.226	0.223	0.474
O	13.085	-5.256	19.981	0.305	0.47	0.485
O	11.304	-1.721	18.962	-0.021	0.372	0.162
O	12.908	-2.119	20.955	0.089	-0.294	0.378
O	11.537	-0.04	-4.236	-0.101	0.082	0.104
O	12.306	2.259	-3.148	0.64	0.176	-0.123
O	27.352	4.897	-3.678	-0.098	0.375	0.626
O	13.325	-7.839	-0.8	0.252	-0.631	-0.343
O	25.804	-6.661	-7.786	0.571	0.235	0.114
O	25.642	-5.478	-5.438	0.358	0.024	-0.247
O	18.335	-7.79	25.281	-0.428	0.04	-0.439
O	14.903	-1.149	-4.1	-0.004	-0.099	-0.414
O	15.38	1.464	-3.844	0.241	0.157	-0.392
O	15.554	4.016	-4.476	0.263	0.427	0.115
O	23.338	-0.435	-6.59	-0.396	-0.568	0.336
O	9.148	5.084	23.55	0.299	-0.11	-0.212
O	13.755	-6.074	-4.331	0.25	0.054	-0.186
O	19.486	-0.211	-3.756	-0.881	-0.432	0.146
O	20.703	-1.961	-5.336	0.127	-0.024	-0.323
O	20.109	2.123	-2.71	0.244	0.156	-0.376
O	19.652	4.546	-3.659	-0.304	-0.253	-0.305
O	17.373	-8.489	-3.303	0.342	-0.465	-0.194
O	19.861	-3.847	-3.679	0.016	0.133	0.339
O	16.731	-5.206	-5.91	-0.157	-0.332	0.075
O	23.984	1.222	-2.979	0.445	0.058	0.043
O	23.91	-1.473	-2.803	0.023	0.004	-0.594
O	23.507	1.938	-5.456	0.3	0.235	-0.367
O	23.6	-6.918	-6.396	-0.485	-0.307	0.665
O	20.008	-4.418	-8.295	-0.154	-0.261	-0.319
O	22.375	-3.34	-3.863	-0.002	-0.206	-0.027
O	13.694	0.212	19.932	0.043	0.016	0.012
O	13.486	5.702	20.293	0.321	-0.372	0.231
O	17.194	-3.243	22.09	0.07	-0.197	-0.073
O	15.12	-6.748	20.748	-0.293	-0.519	0.224
O	15.441	-1.423	21.123	-0.026	0.243	0.29
O	20.589	-4.62	24.768	-0.015	-0.27	-0.026
O	13.315	2.153	23.062	-0.582	-0.193	0.251
O	17.31	5.341	20.566	-0.251	0.146	0.142
O	24.478	-2.142	-8.243	0.075	0.131	0.018
O	21.783	-3.607	22.669	0.066	0.4	0.099
O	20.1	-0.697	23.453	-0.077	-0.063	0.331
O	21.997	-0.154	19.408	0.116	0.189	-0.282
O	22.425	1.115	21.63	-0.025	-0.142	0.661
O	20.918	-7.246	19.901	-0.052	-0.166	0.234
O	20.785	-4.644	20.444	-0.449	0.035	0.339
O	18.804	-0.339	-6.202	-0.28	0.328	-0.092
O	22.459	-2.584	20.374	0.696	-0.439	0.117
O	24.772	1.282	20.346	-0.056	-0.296	0.303
O	20.025	-2.237	21.318	-0.196	-0.092	-0.343
O	9.747	3.705	19.515	0.104	-0.077	0.513
O	10.941	-3.909	20.389	-0.169	0.011	0.103
O	10.876	-6.509	20.884	-0.222	-0.201	0.164
O	15.507	-3.383	24.017	-0.081	0.337	-0.053
O	10.381	-1.565	21.381	-0.605	0.11	-0.254
O	25.212	0.349	-8.208	-0.344	0.384	0.085
O	17.934	5.253	23.133	0.08	0.174	0.293
O	17.111	-0.727	-8.129	-0.867	-0.142	0.089
O	15.157	2.236	25.055	-0.237	0.322	0.198
O	17.525	-5.778	20.418	0.373	0.006	0.293
O	17.984	-4.293	24.422	-0.029	-0.066	-0.205
O	15.633	5.498	-6.733	0.538	0.017	-0.411
O	19.496	-8.872	21.401	-0.156	-0.038	-0.082
O	20.004	0.423	21.044	-0.619	0.303	-0.343
O	24.144	2.846	22.381	0.272	0.609	-0.329
O	22.453	3.759	24.295	-0.163	0.584	0.083
O	22.11	-6.126	23.221	0.256	-0.03	-0.496
O	9.477	2.958	25.05	0.303	0.125	0.007
O	25.811	-1.229	-6.138	-0.146	-0.433	0.712
O	22.108	-8.892	-7.486	0.026	-0.239	-0.46
O	-11.817	-3.954	-1.522	-0.442	0.007	-0.471
O	-13.239	-3.675	-3.828	-0.297	0.443	0.19
O	11.304	-0.658	23.676	0.522	-0.012	-0.422
O	16.341	-5.577	22.801	-0.339	-0.22	0.535
O	28.17	-2.09	-5.279	-0.351	-0.627	-0.511
O	13.388	-7.558	18.885	-0.437	0.279	-0.041
O	16.794	1.753	20.387	-0.353	-0.253	-0.046
O	14.178	1.016	-8.421	0.096	-0.208	0.057
O	7.833	-4.261	24.843	-0.044	-0.603	0.424
O	21.366	-6.428	-7.698	0.074	-0.08	-0.115
O	17.292	-5.566	-8.441	0.256	-0.248	0.015
O	23.154	-8.264	24.325	-0.144	-0.033	0.348
O	20.568	-8.122	23.977	-0.362	-0.188	-0.257
O	21.19	0.638	-5.597	-0.282	0.447	0.404
O	24.579	0.254	22.783	-0.153	0.043	0.348
O	21.764	5.688	-2.527	-0.112	0.098	0.295
O	25.816	3.783	-7.996	0.043	-0.441	0.286
O	21.578	5.704	-5.094	0.078	-0.069	-0.332
O	15.205	-3.193	-5.554	-0.229	-0.242	-0.583
O	9.289	-2.402	23.57	-0.469	-0.066	-0.307
O	12.717	4.507	22.321	-0.305	-0.022	0.436
O	17.639	-2.73	-6.36	0.253	-0.12	-0.165
O	13.14	2.708	20.396	-0.097	0.371	-0.247
O	21.343	4.015	-7.061	-0.467	-0.063	0.452
O	17.143	-7.883	22.016	-0.008	0.023	0.419
O	22.056	-8.458	21.896	0.441	-0.037	0.211
O	9.855	-7.834	22.966	-0.434	-0.026	-0.28
O	15.12	2.895	-6.762	-0.051	-0.402	0.304
O	13.65	0.117	24.577	0.347	-0.706	-0.009
O	23.072	3.717	-3.597	-0.458	0.075	-0.182
O	19.078	-6.101	-6.527	0.108	-0.306	0.475
O	13.769	-3.543	-3.425	0.079	0.182	0.421
O	21.115	-4.504	-5.883	0.376	-0.033	0.1
O	17.718	2.703	22.549	0.512	-0.289	-0.036
O	-21.774	-9.237	-2.96	0.224	-0.195	-0.292
O	12.937	-3.992	24.427	-0.134	0.306	-0.625
O	24.33	-9.294	-3.016	0.088	-0.008	-0.46
O	6.697	1.621	-7.676	-0.297	-0.114	-0.227
O	12.442	-8.344	-4.896	-0.501	0.141	-0.051
O	-22.522	-1.459	-2.779	0.249	0.059	-0.293
O	19.421	-1.907	-8.144	0.455	0.455	0.086
O	13.348	4.675	-5.807	-0.184	-0.268	-0.425
O	28.025	0.066	-6.72	0.018	0.547	0.058
O	11.518	-5.839	23.302	0.019	0.13	-0.128
O	22.298	-0.876	24.955	0.125	-0.304	-0.475
O	28.787	4.077	-0.782	0.251	-0.016	-0.171
O	-13.128	-2.698	-6.345	0.238	-0.118	-0.085
O	14.348	-7.517	-6.533	-0.158	0.386	-0.354
O	-28.522	-2.768	-6.335	0.367	-0.145	0.091
O	15.34	-8.25	-8.82	0.31	0.089	-0.073
O	-15.679	2.253	25.06	-0.117	0.38	0.054
O	-7.034	4.843	-6.462	0.177	-0.184	0.057
O	24.174	-4.6	-7.489	-0.262	0.08	0.231
O	-5.082	3.752	-8.032	0.374	-0.523	0.248
O	21.253	1.467	24.434	0.296	0	-0.167
O	17.918	-0.798	21.861	-0.313	0.41	0.058
O	-13.644	-0.666	-8.089	-0.563	-0.068	0.053
O	25.138	-9.171	-8.255	0.027	-0.117	-0.215
O	29.044	0.268	-2.362	-0.013	-0.336	0.333
O	-19.71	0.458	-1.745	-0.125	0.159	-0.308
O	-19.861	3.751	-1.486	-0.445	-0.049	0.068
O	-19.909	5.421	-6.01	0.053	0.062	-0.257
O	32.394	-7.615	-6.981	0.4	-0.223	0.335
O	-19.151	-5.072	-3.059	-0.101	0.014	0.323
O	31.621	0.001	-1.957	0.38	-0.008	-0.203
O	30.905	3.25	-2.115	-0.032	-0.139	0.535
O	-28.441	2.818	-3.445	0.042	-0.351	-0.729
O	30.608	-8.153	-4.5	0.233	-0.295	-0.228
O	30.221	5.661	-2.516	-0.497	-0.045	-0.493
O	29.149	-5.489	-1.788	-0.14	0.489	0.046
O	-24.687	-0.139	-1.995	0.103	-0.61	-0.121
O	-24.993	3.868	-0.276	-0.054	0.143	-0.254
O	-27.454	3.946	-1.238	-0.476	0.078	-0.131
O	-27.364	-7.806	-1.22	-0.358	0.058	0.126
O	-24.926	-7.621	-0.304	-0.022	0.226	-0.144
O	-27.624	-4.09	-1.47	-0.247	0.378	-0.034
O	-25.13	-3.815	-0.458	0.217	0.282	-0.301
O	-22.556	4.406	-1.106	0.791	-0.246	0.007
O	25.495	3.062	-4.016	0.107	0.349	-0.483
O	-22.327	-7.671	-0.976	-0.052	0.051	-0.267
O	-28.176	-4.313	24.476	-0.014	-0.045	0.064
O	-22.715	-3.695	-1.343	0.618	-0.147	-0.228
O	-21.302	-3.785	-3.448	0.283	0.417	-0.412
O	31.112	1.503	0.189	0.127	0.403	-0.421
O	30.995	-1.148	0.277	0.128	-0.037	-0.296
O	31.073	5.134	-0.146	0.524	0.237	-0.329
O	30.983	-7.292	-2.042	0.441	0.371	0.349
O	30.816	-3.742	0.968	-0.004	0.076	-0.214
O	30.685	-6.268	0.242	0.334	-0.317	-0.036
O	-19.284	-1.293	0.157	0.21	-0.248	-0.272
O	-19.777	-8.126	-1.635	0.019	-0.523	-0.514
O	-19.267	-3.832	0.907	0.286	-0.026	-0.345
O	-19.502	-6.355	0.216	-0.31	0.084	-0.71
O	29.78	-2.06	18.788	-0.369	-0.343	-0.055
O	-25.327	-2.023	18.455	0.153	0.169	-0.11
O	24.18	-9.32	18.973	0.036	0.363	0.656
O	-23.465	-5.622	18.894	0.08	0.201	0.604
O	28.457	-5.178	19.851	-0.003	0.597	-0.128
O	26.729	-1.714	18.94	0.317	0.333	0.078
O	28.327	-2.117	20.944	0.183	-0.321	0.318
O	27.11	0.068	-4.228	-0.018	0.008	0.119
O	27.8	2.356	-3.132	0.674	0.081	0.048
O	-18.903	4.818	-3.688	-0.025	0.211	0.515
O	28.75	-7.84	-0.69	0.266	-0.403	-0.057
O	-20.403	-6.678	-7.588	0.589	-0.081	0.13
O	-20.574	-5.427	-5.304	0.534	0.125	-0.055
O	-22.648	-6.875	-6.267	-0.125	-0.135	0.616
O	30.359	-1.172	-4.006	-0.046	-0.008	-0.481
O	30.883	1.429	-3.987	0.171	-0.082	-0.681
O	31.113	3.994	-4.682	-0.004	0.143	0.26
O	-22.809	-0.38	-6.448	-0.142	-0.4	0.086
O	24.567	5.117	23.45	0.118	0.1	-0.045
O	29.171	-5.949	-4.477	0.193	0.415	-0.306
O	-26.763	-0.245	-3.499	-0.212	-0.151	0.053
O	-25.499	-1.989	-5.036	0.217	-0.052	-0.165
O	-26.138	2.042	-2.427	0.487	0.131	-0.239
O	-26.362	4.428	-3.6	0.127	-0.099	-0.192
O	-26.311	-8.285	-3.632	-0.078	0.199	-0.618
O	-26.327	-4.14	-3.709	0.21	-0.007	-0.087
O	32.016	-5.223	-5.951	-0.202	-0.292	0.355
O	-22.598	1.22	-2.913	-0.011	0.072	-0.038
O	-20.367	3.773	-8.003	0.13	-0.488	0.247
O	-22.759	2.009	-5.388	0.434	0.002	-0.265
O	-22.028	-4.595	-7.394	-0.565	0.065	0.169
O	-26.123	-4.436	-8.373	0.259	-0.256	-0.373
O	-23.826	-3.538	-3.772	-0.117	-0.422	0.161
O	29.114	0.217	19.93	-0.191	0.045	0.073
O	28.901	5.721	20.296	0.54	-0.156	0.256
O	26.267	5.708	20.718	-0.247	0.16	0.385
O	32.651	-3.174	22.157	0.207	-0.298	0.044
O	30.438	-6.632	20.772	-0.261	-0.174	0.346
O	30.864	-1.417	21.127	-0.053	0.31	0.33
O	-25.568	-4.488	24.944	0.166	-0.049	0.002
O	29.098	0.085	24.553	0.315	-0.365	0.323
O	-28.678	5.381	20.586	-0.028	-0.153	0.183
O	-21.85	-2.118	-8.122	-0.209	-0.098	-0.233
O	-24.512	-3.62	22.705	0.025	0.46	0.243
O	-26.096	-0.809	23.488	0.042	-0.478	0.193
O	-23.862	-0.197	19.702	0.099	0.038	0.105
O	-24.888	5.47	20.39	-0.001	-0.25	0.32
O	-23.628	1.591	21.566	-0.079	0.125	0.398
O	-25.216	-7.323	19.914	-0.443	-0.377	-0.214
O	-25.409	-4.716	20.465	-0.571	0.27	0.18
O	-27.355	-0.41	-6.005	-0.344	0.541	-0.106
O	-23.695	-2.724	20.383	0.544	0.142	0.038
O	-21.231	1.781	20.358	0.434	-0.518	0.396
O	-26.128	-2.239	21.257	-0.147	-0.052	0.191
O	25.161	3.712	19.483	-0.01	-0.149	-0.032
O	26.319	-3.877	20.388	-0.37	0.061	0.215
O	26.323	-6.487	20.84	-0.62	-0.375	-0.269
O	30.931	-3.296	24.054	-0.087	0.309	-0.375
O	25.818	-1.509	21.361	-0.223	0.549	-0.085
O	-20.973	0.326	-8.183	-0.288	0.397	-0.062
O	-28.289	5.281	23.198	-0.32	0.17	0.401
O	32.595	-0.672	-8.037	-0.655	0.02	0.086
O	30.544	2.236	25.045	-0.268	0.383	0.163
O	-28.649	-5.813	20.442	0.388	-0.383	0.491
O	22.292	1.689	-7.781	0.019	-0.37	-0.253
O	31.026	5.549	-6.881	0.48	-0.131	0.065
O	-26.728	-8.581	21.652	-0.119	-0.101	0.107
O	-25.967	0.436	21.162	-0.644	0.267	0.225
O	-21.688	2.761	22.731	0.531	0.435	0.174
O	-23.906	-5.988	23.569	0.528	0.208	-0.31
O	24.899	2.919	24.859	0.489	0.328	-0.125
O	-20.314	-1.239	-6.138	-0.275	-0.326	0.509
O	-24.053	-8.888	-7.449	-0.21	-0.123	-0.471
O	-28.565	3.298	25.072	0.078	0.182	0.184
O	27.735	-8.217	22.269	0.52	0.036	0.516
O	26.768	-0.8	23.727	0.414	-0.092	-0.031
O	31.718	-5.506	22.811	-0.44	-0.121	0.546
O	-17.929	-2.156	-5.35	-0.124	-0.525	-0.296
O	28.791	-7.539	18.88	-0.592	0.262	-0.035
O	32.237	1.756	20.392	0.172	-0.215	-0.092
O	29.63	0.996	-8.507	-0.231	-0.086	-0.022
O	23.218	-4.237	24.731	0.013	-0.247	0.531
O	-24.88	-6.467	-7.622	-0.181	-0.007	-0.263
O	-28.865	-5.478	-8.471	0.235	-0.185	-0.231
O	-23.085	-8.257	24.599	-0.223	-0.236	0.23
O	-25.625	-7.925	24.138	-0.356	0.052	-0.371
O	-24.992	0.578	-5.374	-0.288	0.171	-0.065
O	-21.613	0.135	22.379	-0.575	-0.306	0.192
O	-24.356	-9.594	-2.504	-0.146	0.382	0.539
O	-24.577	5.697	-5.073	-0.01	0.106	-0.219
O	30.588	-3.176	-5.523	-0.228	0.078	-0.501
O	24.618	-2.332	23.494	-0.065	-0.221	-0.359
O	30.637	3.398	21.788	0.231	0.454	-0.017
O	28.547	2.714	20.378	-0.417	0.402	-0.286
O	-24.857	4.03	-7.063	-0.54	-0.182	0.504
O	32.347	-7.896	22.051	-0.235	-0.123	0.336
O	-24.103	-8.161	22.12	0.518	0.041	-0.156
O	25.236	-7.759	22.883	-0.505	0.034	-0.156
O	30.527	2.935	-6.932	-0.199	-0.162	0.181
O	-6.291	-9.271	-2.848	0.022	-0.048	-0.154
O	-23.083	3.812	-3.551	-0.538	0.129	-0.361
O	-27.138	-5.964	-6.497	0.11	-0.521	0.729
O	29.14	-3.514	-3.382	-0.086	0.134	0.448
O	-25.04	-4.411	-5.952	0.494	0.136	-0.014
O	-28.422	2.743	22.555	0.518	-0.046	-0.139
O	28.352	-3.905	24.426	-0.155	0.343	-0.522
O	32.068	1.789	-8.805	0.402	0.393	0.153
O	29.452	-1.653	-8.195	0.233	-0.314	0.194
O	28.014	-8.293	-4.934	-0.592	0.514	0.218
O	-16.476	-1.356	-8.468	0.333	-0.221	0.134
O	-26.69	-1.925	-8.034	0.335	0.078	-0.01
O	28.818	4.686	-5.846	-0.207	-0.459	-0.225
O	-18.074	0.006	-6.755	0.297	0.596	0.019
O	26.988	-5.81	23.254	0.064	0.352	-0.057
O	-23.864	-0.788	24.925	0.145	-0.204	-0.277
O	-17.41	4.127	-0.773	0.117	-0.109	-0.131
O	-12.294	-6.057	-3.118	-0.015	0.011	-0.156
O	29.745	-7.424	-6.729	-0.417	0.377	-0.479
O	-9.607	0.602	-5.379	-0.184	0.264	0.109
O	25.597	-8.745	25.295	0.648	-0.175	0.005
O	-26.287	3.7	23.763	0.07	0.499	-0.633
O	28.131	4.501	22.31	0.134	-0.052	0.336
O	-10.892	-8.284	-3.574	0.389	0.187	-0.197
O	28.735	2.131	23.033	-0.761	-0.353	0.036
O	-25.087	1.459	24.367	0.308	-0.063	-0.115
O	-28.181	-0.74	21.77	-0.169	0.621	-0.146
O	-21.052	-9.163	-8.24	-0.274	-0.21	-0.037
O	-17.144	0.229	-2.267	0.157	-0.235	0.153
O	-4.326	0.433	-1.737	-0.035	-0.153	-0.319
O	-4.479	3.758	-1.494	-0.523	-0.009	-0.025
O	-4.522	5.289	-5.982	-0.194	0.207	0.227
O	-13.74	-7.561	-6.919	0.311	-0.451	-0.082
O	-3.795	-5.105	-3.375	0.076	0.237	0.118
O	-14.532	-0.04	-1.963	0.4	-0.28	-0.303
O	-15.185	3.285	-1.85	-0.126	-0.516	0.28
O	-13.117	2.9	-3.419	0.061	-0.213	-0.291
O	-15.894	-8.162	-3.934	-0.057	-0.439	-0.17
O	15.641	1.032	22.798	0.129	-0.406	0.125
O	-16.981	-5.386	-1.678	0.001	0.469	0.235
O	-9.323	-0.134	-2.037	0.074	-0.437	0.342
O	-9.612	3.823	-0.301	-0.065	-0.226	-0.07
O	-12.078	3.957	-1.228	-0.492	0.185	0.002
O	-12.033	-7.807	-1.194	-0.453	-0.019	-0.009
O	-9.598	-7.679	-0.33	-0.078	-0.038	-0.632
O	17.576	3.376	25.041	0.216	0.539	0.078
O	-7.168	4.309	-1.122	0.71	-0.212	0.101
O	-20.739	2.864	-3.86	0.149	-0.078	-0.315
O	-7.097	-7.556	-1.082	0.002	0.042	-0.276
O	-8.112	-3.681	-1.597	-0.075	-0.206	-0.318
O	-5.995	-3.903	-3.079	0.416	0.063	-0.113
O	-15.073	1.402	0.217	-0.042	0.153	-0.383
O	-15.173	-1.227	0.225	-0.167	-0.044	-0.309
O	-15.017	-7.088	-1.626	0.207	0.116	-0.264
O	-15.402	-3.795	0.844	-0.167	-0.097	-0.751
O	-3.921	-1.367	0.107	0.398	-0.038	-0.508
O	-4.515	-7.801	-1.41	0.149	-0.005	-0.382
O	-3.859	-3.969	0.761	0.048	0.061	-0.534
O	-8.19	-5.575	18.897	0.262	-0.089	0.395
O	-17.819	-5.37	20.067	0.09	0.466	0.469
O	-17.735	-2.372	20.044	0.19	-0.429	0.021
O	-18.957	-0.005	-4.239	-0.047	-0.099	-0.001
O	-18.366	2.307	-3.118	0.758	0.277	-0.027
O	-3.475	4.767	-3.686	0.217	0.392	0.383
O	-17.339	-7.669	-0.481	0.369	-0.572	0.346
O	-5.076	-6.597	-7.606	0.613	-0.003	0.173
O	-5.512	-5.186	-5.363	0.127	0.271	-0.23
O	-7.378	-6.808	-6.392	-0.335	-0.508	0.596
O	-15.857	-1.081	-4.039	0.508	0.042	-0.063
O	-15.365	1.529	-3.825	-0.234	-0.073	-0.703
O	-15.245	4.099	-4.394	0.01	0.364	0.151
O	-7.5	-0.43	-6.536	-0.22	-0.449	0.127
O	-21.676	5.192	23.55	-0.033	0.002	-0.376
O	-17.093	-5.895	-4.353	0.025	0.065	-0.651
O	-11.386	-0.274	-3.562	-0.548	-0.244	-0.136
O	-10.176	-1.97	-5.21	0.227	-0.093	-0.227
O	-10.82	2.023	-2.461	0.041	0.329	-0.205
O	-10.964	4.435	-3.576	0.186	-0.236	-0.089
O	18.547	-3.977	-1.447	-0.316	0.326	-0.373
O	-10.658	-4.167	-3.834	0.346	-0.235	0.084
O	-13.976	-5.184	-5.829	-0.29	-0.348	0.255
O	-7.219	1.212	-2.926	-0.239	0.021	0.018
O	-7.152	-1.48	-2.748	-0.055	-0.03	-0.168
O	-7.329	1.954	-5.417	0.11	0.455	-0.139
O	-10.821	-4.423	-8.562	-0.172	-0.3	-0.476
O	-8.213	-3.386	-4.239	0.305	0.025	-0.317
O	-17.146	0.096	19.53	0.088	-0.112	0.277
O	-17.592	5.534	20.182	0.397	-0.076	0.314
O	-20.275	5.398	20.512	-0.195	0.011	0.415
O	-13.698	-3.238	21.973	0.314	-0.252	-0.072
O	-15.717	-6.779	20.788	-0.03	-0.362	0.47
O	-15.414	-1.43	20.913	-0.144	-0.073	0.507
O	-10.258	-4.538	24.688	-0.045	-0.319	-0.074
O	-17.555	2.149	23.101	-0.585	-0.238	0.294
O	-13.528	5.398	20.595	-0.272	-0.174	0.214
O	-6.355	-2.091	-8.251	-0.076	0.223	0.054
O	-9.02	-3.569	22.576	0.278	0.083	-0.125
O	-10.855	-0.726	23.518	-0.169	-0.388	0.126
O	-9.144	-0.169	19.266	-0.117	0.22	-0.277
O	-8.366	0.893	21.517	-0.245	-0.146	0.606
O	-9.947	-7.274	19.956	-0.164	-0.089	-0.171
O	-10.182	-4.694	20.474	-0.582	0.027	0.127
O	-11.975	-0.326	-6.108	-0.322	0.566	-0.107
O	-8.671	-2.611	20.151	0.703	0.043	0.413
O	-6.004	1.319	20.333	0.122	-0.565	0.185
O	-10.927	-2.248	21.377	-0.383	0.096	-0.259
O	-19.924	-3.871	20.219	-0.422	-0.016	0.194
O	-20.135	-6.421	20.927	-0.726	-0.115	-0.138
O	-15.335	-3.226	23.929	0.25	0.535	-0.049
O	-19.949	-1.439	21.15	0.065	0.252	0.09
O	-5.632	0.394	-8.157	0.075	0.544	0.414
O	-13.249	3.313	25.077	0.211	0.139	0.314
O	-17.145	0.121	24.603	0.312	-0.488	-0.011
O	6.692	-8.476	21.971	0.547	-0.228	0.073
O	-13.322	-5.758	20.449	0.164	0.143	0.302
O	-12.857	-4.158	24.332	0.005	-0.125	-0.119
O	-15.033	5.583	-6.603	0.327	-0.006	0.105
O	-11.331	-8.9	21.513	-0.015	0.065	0.362
O	-10.875	0.448	21.141	-0.596	0.222	-0.12
O	-6.826	2.765	22.38	0.3	0.547	-0.312
O	2.784	-6.183	-3.197	-0.467	-0.204	-0.276
O	-8.693	-6.073	23.191	0.003	0.054	-0.247
O	-21.219	3.232	25.213	0.467	0.13	0.12
O	-5.008	-1.239	-6.135	-0.087	-0.331	0.468
O	-8.753	-8.867	-7.485	-0.215	-0.2	-0.409
O	32.646	-3.801	-3.855	-0.263	0.123	0.255
O	-18.812	-8.393	22.061	0.357	-0.029	0.301
O	-19.461	-0.639	23.654	0.513	-0.318	0.01
O	-14.537	-5.522	22.815	-0.367	-0.111	0.493
O	-2.618	-2.123	-5.32	-0.15	-0.207	0.119
O	-17.44	-7.623	18.919	-0.31	0.198	-0.356
O	-14.089	1.802	20.378	-0.18	-0.673	0.039
O	-16.702	1.301	-8.487	-0.022	-0.006	-0.261
O	-22.996	-3.859	24.778	-0.06	-0.084	0.332
O	-9.481	-6.423	-7.923	-0.198	-0.114	-0.638
O	-13.571	-5.388	-8.416	0.32	0.008	0.097
O	-7.585	-8.183	24.323	0.045	0.206	0.214
O	-10.168	-8.021	24.111	-0.473	-0.031	-0.221
O	-27.896	-6.174	-3.171	-0.326	-0.096	-0.484
O	-6.19	0.201	22.713	-0.174	0.153	0.796
O	-8.905	5.771	-2.521	-0.13	0.144	0.287
O	-13.46	-8.47	-3.201	-0.108	-0.674	-0.379
O	-9.21	5.725	-5.081	0.139	0.053	-0.188
O	-15.467	-3.203	-5.352	-0.132	-0.32	-0.485
O	-21.388	-2.365	23.2	0.187	-0.175	-0.274
O	17.275	-3.71	-3.855	-0.211	0.037	0.315
O	-2.014	4.052	-0.747	0.211	-0.108	0.089
O	-17.668	2.509	20.399	-0.378	0.196	-0.03
O	-9.508	4.044	-7.047	-0.393	-0.103	0.366
O	-13.673	-7.838	22.077	-0.306	-0.044	0.674
O	-8.779	-8.448	21.957	0.499	-0.147	-0.008
O	-21.065	-7.672	23.119	-0.534	0.049	-0.37
O	-17.368	4.768	-5.825	-0.016	-0.377	-0.574
O	10.348	3.733	-7.986	-0.186	-0.406	0.381
O	-7.62	3.818	-3.606	-0.351	0.191	-0.313
O	-11.672	-5.977	-6.632	0.138	-0.315	0.38
O	-17.044	-3.428	-3.3	-0.159	0.098	0.495
O	-9.612	-4.354	-6.224	0.607	-0.25	0.122
O	-13.194	2.753	22.546	0.316	0.065	0.029
O	-19.115	-5.948	23.27	0.395	-0.128	0.188
O	-14.182	1.828	-8.725	0.418	0.351	0.036
O	-20.427	-4.156	24.863	-0.086	-0.239	0.188
O	-18.295	-8.276	-4.862	-0.179	0.186	0.326
O	19.878	3.603	23.744	-0.035	0.462	-0.245
O	-11.372	-1.908	-8.127	0.348	0.413	0
O	-2.79	0.023	-6.764	0.436	0.278	0.207
O	-8.599	-0.882	24.924	-0.18	-0.164	-0.164
O	16.631	1.793	-8.7	0.203	0.36	0.223
O	15.224	3.398	21.811	0.146	0.346	0.203
O	-16.329	-7.455	-6.395	-0.139	0.24	-0.306
O	12.34	-8.215	22.269	0.416	0.035	0.501
O	-15.477	-8.251	-8.732	0.258	0.151	-0.193
O	-11.011	3.623	23.716	0.242	0.141	-0.044
O	18.447	-6.012	-3.187	-0.313	-0.256	-0.507
O	-5.96	-6.615	-3.237	-0.34	0.006	-0.261
O	-21.33	-6.532	-3.083	-0.264	0.033	-0.287
O	-9.654	1.46	24.371	0.068	-0.085	-0.12
O	-13.002	-0.771	21.869	-0.23	0.494	0.13
O	1.913	-3.771	-3.958	-0.227	0.442	0.358
O	-5.564	-9.135	-8.184	-0.017	-0.146	-0.3
O	25.807	-4.146	25.013	0.026	-0.05	0.32
O	8.315	4.806	-6.472	0.062	-0.212	0.192
O	10.416	-4.192	25.145	0.135	-0.037	0.079
O	31.076	1.038	22.793	0.187	-0.514	0.044
O	-12.979	5.269	23.192	-0.385	0.115	0.439
O	-17.907	-3.877	24.327	-0.168	0.202	-0.641
O	-15.228	1.058	22.777	0.218	-0.506	-0.289
O	-12.43	-7.827	25.307	-0.268	0.306	-0.653
O	2.213	-2.724	-6.467	0.166	-0.389	-0.366
O	-15.704	3.427	21.81	0.225	0.571	0.128
O	-22.382	4.783	-6.438	0.102	-0.436	0.306
O	14.047	-1.641	-8.14	0.277	-0.318	0.604
O	-2.984	-8.002	22.014	0.61	0.036	0.363
O	19.923	-8.196	-3.633	0.308	0.247	-0.679
O	-22.668	-7.191	-8.847	-0.501	0.448	-0.758
O	2.2	3.233	25.04	0.127	-0.178	-0.024
O	-18.365	4.357	22.188	-0.235	0.012	0.641
O	-15.536	-9.598	-1.848	-0.184	0.053	0.036
O	9.394	-6.558	-3.205	-0.124	-0.043	-0.112
O	-28.805	-8.746	-3.169	0.156	-0.525	-0.344
O	-24.006	1.646	-7.663	0.048	-0.431	-0.552
O	23.805	4.817	-6.43	0.129	-0.186	0.406
O	-8.654	1.663	-7.669	0.351	-0.426	-0.341
O	-23.692	3.66	24.327	-0.097	0.341	-0.119
O	-15.554	2.962	-6.696	0.282	-0.338	0.501
O	8.749	-9.335	19.003	-0.234	0.504	0.253
O	8.703	-4.617	-7.544	-0.282	0.158	0.181
O	-8.45	3.759	24.281	-0.007	0.548	0.239
O	-6.741	-4.562	-7.613	-0.325	0.227	0.417

Results
total energy: -420771.060 eV
total energy less fixed offsets of O -438.25, Si -107.07 eV per atom: -14.190 eV
